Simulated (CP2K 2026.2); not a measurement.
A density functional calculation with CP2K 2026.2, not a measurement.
Periodic cell of 3456 atoms, Si2304O1152, from a study of silicon, its oxide and their interface. The atomic structure is a simulated model.
Doubt: the forces sum to 3.30 eV/angstrom along one axis rather than to zero, so they err by at least 0.0010 eV/angstrom per atom on average; the grid cutoff is modest.

Settings: functional PBE; method Gaussian and plane waves; basis set DZVP-MOLOPT-SR-GTH; pseudopotentials GTH-PBE; grid cutoff 300 Ry, relative cutoff 40 Ry; k points Gamma only; occupations fixed; spin none; net charge 0.

Cell vectors (angstrom)
a	130.56	0	0
b	0	16.32	0
c	-5.2027	5.961	27.8726

Atoms: element, x, y, z (angstrom)
Si	1.893	-1.329	-0.248
Si	4.197	1.206	0.415
Si	1.235	4.287	-0.141
Si	4.365	6.392	-0.066
Si	0.997	-6.6	-0.311
Si	3.966	-3.717	-0.162
Si	6.706	-0.579	-0.041
Si	9.708	1.315	0.506
Si	6.455	4.06	-0.007
Si	9.353	6.958	-0.032
Si	7.175	9.196	0.138
Si	9.879	-4.477	-0.008
Si	11.887	-0.911	-0.108
Si	14.644	1.667	0.05
Si	12.293	3.708	0.3
Si	15.159	6.433	-0.036
Si	12.219	-6.586	-0.177
Si	15.411	-4.458	-0.287
Si	2.705	-0.079	1.557
Si	5.413	2.755	1.591
Si	2.74	5.39	1.285
Si	5.491	8.019	1.249
Si	2.742	-5.451	0.965
Si	5.659	-2.614	1.053
Si	8.162	0.065	1.636
Si	10.974	2.657	1.818
Si	8.155	5.306	1.186
Si	10.994	-8.175	1.187
Si	8.346	-5.56	1.394
Si	10.953	-2.735	1.153
Si	13.593	-0.02	1.283
Si	16.322	2.724	1.316
Si	13.594	5.361	1.337
Si	16.311	-8.269	1.291
Si	13.744	-5.421	1.159
Si	16.42	-2.765	1.096
Si	1.276	1.346	2.682
Si	3.984	4.098	2.798
Si	1.382	6.84	2.555
Si	4.075	9.51	2.438
Si	1.356	-4.051	2.351
Si	4.231	-1.46	2.663
Si	6.787	1.408	2.917
Si	9.475	4.121	2.767
Si	6.829	6.676	2.64
Si	9.693	-6.891	2.711
Si	6.865	-4.09	2.51
Si	9.554	-1.497	2.677
Si	12.357	1.196	2.904
Si	14.971	4.039	2.736
Si	12.269	6.791	2.633
Si	14.97	-6.844	2.609
Si	12.369	-4.05	2.544
Si	15.025	-1.429	2.521
Si	-0.031	-0.039	4.021
Si	2.636	2.689	4.069
Si	-0.009	5.448	3.902
Si	2.735	8.207	3.9
Si	-0.002	-5.401	3.809
Si	2.74	-2.812	3.891
Si	5.427	-0.047	4.115
Si	8.176	2.764	4.173
Si	5.421	5.442	4.068
Si	8.206	-8.233	3.981
Si	5.443	-5.46	3.841
Si	8.171	-2.817	4.009
Si	10.885	-0.142	4.103
Si	13.671	2.671	4.143
Si	10.882	5.482	4.044
Si	13.614	-8.172	4.008
Si	11.009	-5.433	3.977
Si	13.681	-2.738	3.97
Si	1.404	-1.363	10.723
Si	4.106	1.385	10.715
Si	1.354	4.156	10.742
Si	4.048	6.812	10.819
Si	1.361	9.549	10.815
Si	4.078	-4.121	10.817
Si	6.798	-1.42	10.75
Si	9.448	1.34	10.794
Si	6.802	4.095	10.823
Si	9.442	-9.529	10.838
Si	6.751	-6.84	10.816
Si	9.505	-4.136	10.827
Si	12.208	-1.434	10.801
Si	14.926	1.317	10.817
Si	12.139	4.057	10.743
Si	14.884	-9.511	10.797
Si	12.188	-6.84	10.85
Si	14.933	-4.079	10.827
Si	2.772	0.013	12.034
Si	5.449	2.701	12.134
Si	2.69	5.455	12.176
Si	5.374	8.167	12.218
Si	2.749	-5.488	12.22
Si	5.497	-2.791	12.139
Si	8.075	-0.029	12.139
Si	10.794	2.723	12.127
Si	8.091	5.47	12.259
Si	10.814	-8.214	12.218
Si	8.148	-5.532	12.162
Si	10.862	-2.777	12.197
Si	13.582	-0.095	12.136
Si	16.246	2.719	12.167
Si	13.434	5.458	12.075
Si	16.29	-8.128	12.079
Si	13.533	-5.408	12.145
Si	16.293	-2.771	12.24
Si	1.418	1.44	13.306
Si	4.091	4.046	13.486
Si	1.324	6.886	13.495
Si	4.062	-6.85	13.692
Si	1.404	-4.066	13.501
Si	4.188	-1.303	13.385
Si	6.744	1.327	13.557
Si	9.51	4.104	13.576
Si	6.659	6.826	13.643
Si	9.465	-6.868	13.587
Si	6.79	-4.242	13.535
Si	9.426	-1.402	13.46
Si	12.158	1.276	13.365
Si	14.767	4.104	13.363
Si	12.13	-9.604	13.582
Si	14.95	-6.76	13.395
Si	12.213	-4.127	13.621
Si	14.93	-1.413	13.572
Si	0.097	0.229	14.744
Si	2.752	2.631	14.772
Si	-0.075	5.563	14.816
Si	2.612	8.124	15.032
Si	0.02	-5.182	15.05
Si	2.853	-2.662	14.669
Si	5.42	-0.046	14.972
Si	8.093	2.732	14.855
Si	5.254	5.42	14.979
Si	8.103	8.144	14.999
Si	5.487	-5.532	15.069
Si	8.162	-2.857	14.812
Si	10.78	-0.004	14.75
Si	13.475	2.66	14.656
Si	10.849	5.389	15.12
Si	13.579	-8.121	14.64
Si	10.824	-5.55	14.975
Si	13.63	-2.755	14.996
Si	1.519	-1.203	15.867
Si	3.675	0.978	16.249
Si	1.343	4.092	15.906
Si	3.481	6.307	16.344
Si	1.083	-6.866	16.288
Si	4.334	-3.757	16.104
Si	6.654	-1.719	16.147
Si	9.68	1.577	16.108
Si	6.837	4.205	16.194
Si	9.062	6.458	16.316
Si	6.859	-6.892	16.56
Si	9.801	-3.849	16.209
Si	11.971	-1.51	16.064
Si	15.102	1.672	15.988
Si	12.055	3.633	16.222
Si	14.971	-9.23	16.098
Si	12.459	-6.779	16.124
Si	14.653	-4.476	16.306
Si	16.663	-1.179	19.279
Si	15.225	7.129	-4.618
Si	2.289	3.564	-3.096
Si	13.015	6.744	-6.574
Si	-1.834	1.335	-3.064
Si	3.036	-5.593	18.157
Si	19.665	-7.043	-4.771
Si	17.82	5.89	-4.229
Si	8.647	-0.423	18.249
Si	12.829	7.252	18.2
Si	8.574	-5.208	18.702
Si	10.289	-7.085	20.605
Si	14.118	2.888	18.35
Si	23.062	-4.732	-7.141
Si	22.592	-6.295	-4.629
Si	-1.49	6.857	19.264
Si	13.328	-3.872	-5.437
Si	13.753	-2.011	20.295
Si	4.59	-3.261	-5.123
Si	9.486	1.352	-6.783
Si	-1.783	-6.719	20.238
Si	3.638	-1.287	-6.97
Si	11.854	6.217	-4.029
Si	4.766	-8.115	18.269
Si	10.087	6.56	19.114
Si	14.532	1.589	-2.893
Si	10.623	4.888	-1.999
Si	15.008	-1.841	-7.131
Si	10.446	-7.801	-6.612
Si	6.636	0.534	20.305
Si	5.73	7.346	-6.062
Si	15.409	-3.638	-3.303
Si	8.286	6.174	-6.983
Si	13.383	-7.094	20.198
Si	12.024	2.114	20.266
Si	5.201	2.653	18.48
Si	6.857	-4.833	-4.37
Si	7.456	-0.129	-5.714
Si	3.869	5.016	-5.065
Si	5.279	-5.715	-1.935
Si	11.064	-2.187	-4.521
Si	11.537	-0.548	18.84
Si	18.367	-0.275	-2.868
Si	8.97	5.592	-4.095
Si	15.831	-0.808	-4.324
Si	11.833	0.133	-2.927
Si	4.237	8.038	-2.496
Si	4.648	-0.551	-4.419
Si	9.42	-1.611	-7.034
Si	7.72	1.816	-1.642
Si	13.701	8.048	-2.399
Si	18.114	-4.287	-4.612
Si	9.171	-3.846	-2.881
Si	9.283	1.194	-3.953
Si	18.137	-1.581	-0.043
Si	20.796	1.18	0.245
Si	17.458	4.278	-0.036
Si	20.738	6.53	0.228
Si	17.558	-6.786	-0.028
Si	20.246	-3.91	0.075
Si	22.98	-1.021	0.28
Si	26.291	1.12	0.286
Si	22.932	4.4	0.644
Si	25.573	7.045	0.258
Si	23.372	-7.093	0.288
Si	26.233	-4.256	0.262
Si	28.46	-1.184	0.246
Si	30.977	1.553	0.202
Si	28.764	3.82	0.229
Si	31.517	6.743	0.214
Si	28.405	-6.403	0.413
Si	31.183	-4.252	0.293
Si	19.15	-0.02	1.406
Si	21.774	2.718	1.704
Si	19.031	5.392	1.37
Si	21.821	-8.218	1.597
Si	19.079	-5.526	1.316
Si	21.802	-2.712	1.42
Si	24.544	0.127	1.542
Si	27.317	2.69	1.683
Si	24.532	5.583	1.775
Si	27.217	-8.116	1.487
Si	24.554	-5.423	1.459
Si	27.322	-2.716	1.619
Si	29.914	0.05	1.629
Si	32.75	2.742	1.28
Si	29.879	5.536	1.396
Si	32.645	-8.109	1.596
Si	29.841	-5.314	1.845
Si	32.576	-2.608	1.353
Si	17.694	1.344	2.669
Si	20.299	4.065	2.879
Si	17.704	6.79	2.724
Si	20.419	-6.789	2.784
Si	17.701	-4.109	2.623
Si	20.456	-1.375	2.819
Si	23.221	1.421	2.975
Si	25.912	4.097	2.938
Si	23.132	6.868	3.084
Si	25.88	-6.756	2.894
Si	23.169	-4.061	2.784
Si	25.869	-1.33	2.867
Si	28.618	1.362	3.058
Si	31.329	4.104	2.711
Si	28.571	6.842	2.843
Si	31.267	-6.782	2.972
Si	28.564	-3.949	3.144
Si	31.338	-1.305	2.873
Si	16.327	-0.051	3.976
Si	18.968	2.672	4.167
Si	16.33	5.424	4.082
Si	19.047	-8.164	4.112
Si	16.335	-5.476	3.988
Si	19.038	-2.761	4.072
Si	21.805	-0.011	4.199
Si	24.544	2.776	4.313
Si	21.71	5.418	4.247
Si	24.534	-8.069	4.319
Si	21.787	-5.421	4.135
Si	24.499	-2.713	4.201
Si	27.209	-0.012	4.305
Si	30.035	2.79	4.235
Si	27.268	5.475	4.248
Si	29.919	-8.166	4.271
Si	27.197	-5.42	4.33
Si	30.016	-2.611	4.345
Si	17.634	-1.388	10.887
Si	20.357	1.34	10.929
Si	17.636	4.07	10.846
Si	20.369	-9.499	10.906
Si	17.718	-6.757	10.873
Si	20.355	-4.104	10.993
Si	23.037	-1.387	10.992
Si	25.815	1.366	10.927
Si	23.096	4.078	10.913
Si	25.867	-9.532	11
Si	23.078	-6.771	10.955
Si	25.833	-4.085	10.959
Si	28.569	-1.345	11
Si	31.282	1.352	10.993
Si	28.56	4.067	11.003
Si	31.36	-9.542	11.017
Si	28.602	-6.814	10.996
Si	31.309	-4.089	11.025
Si	18.969	-0.023	12.255
Si	21.708	2.738	12.263
Si	18.996	5.429	12.208
Si	21.692	-8.114	12.291
Si	19.046	-5.481	12.398
Si	21.701	-2.777	12.394
Si	24.37	0.074	12.25
Si	27.183	2.665	12.321
Si	24.475	5.386	12.288
Si	27.275	-8.197	12.362
Si	24.466	-5.435	12.303
Si	27.179	-2.717	12.304
Si	29.943	-0.011	12.379
Si	32.596	2.725	12.349
Si	29.95	5.411	12.34
Si	32.756	-8.201	12.369
Si	29.918	-5.435	12.37
Si	32.666	-2.734	12.393
Si	17.62	1.403	13.56
Si	20.397	4.145	13.607
Si	17.569	-9.503	13.442
Si	20.401	-6.863	13.848
Si	17.607	-4.111	13.68
Si	20.249	-1.407	13.683
Si	22.978	1.364	13.671
Si	25.726	3.916	13.67
Si	23.145	-9.451	13.525
Si	25.913	-6.745	13.6
Si	23.119	-4.159	13.75
Si	25.726	-1.314	13.505
Si	28.572	1.355	13.72
Si	31.242	4.076	13.775
Si	28.579	-9.642	13.746
Si	31.283	-6.896	13.634
Si	28.557	-4.019	13.727
Si	31.291	-1.389	13.758
Si	16.269	-0.022	14.895
Si	18.964	2.832	14.926
Si	16.036	5.561	14.652
Si	18.829	-8.303	14.998
Si	16.233	-5.534	14.944
Si	18.922	-2.796	15.112
Si	21.542	0.056	15.003
Si	24.317	2.597	15.135
Si	21.789	5.592	14.879
Si	24.653	-8.226	14.845
Si	21.948	-5.608	15.275
Si	24.366	-2.529	14.937
Si	27.115	-0.079	14.883
Si	29.861	2.705	15.212
Si	27.156	5.209	14.983
Si	29.993	-8.293	15.06
Si	27.12	-5.347	15.047
Si	29.915	-2.672	15.183
Si	17.753	-1.106	16.344
Si	19.934	1.194	16.308
Si	17.232	4.083	15.877
Si	20.248	-9.624	16.303
Si	17.266	-7.143	16.315
Si	20.588	-3.998	16.333
Si	22.634	-1.505	16.331
Si	25.834	1.194	16.344
Si	23.247	4.385	16.261
Si	25.621	-9.901	16.186
Si	23.634	-7.066	16.536
Si	26.019	-3.551	16.214
Si	28.28	-1.421	16.389
Si	31.595	1.539	16.295
Si	27.97	3.575	16.47
Si	31.694	-9.41	16.372
Si	28.699	-6.677	16.154
Si	30.975	-4.472	16.298
Si	29.739	0.514	18.484
Si	31.335	-6.813	-4.452
Si	19.174	2.575	-2.095
Si	25.472	-5.91	18.916
Si	15.406	4.211	-4.3
Si	18.916	-5.621	18.569
Si	36.323	-5.679	-6.784
Si	35.419	-8.189	-5.155
Si	24.4	-0.496	18.676
Si	30.208	6.015	18.802
Si	27.975	-4.944	19.8
Si	27.11	-7.608	20.616
Si	28.742	3.475	19.308
Si	36.665	-3.292	-5.15
Si	33.651	-5.842	-2.677
Si	23.844	3.54	-2.024
Si	28.651	0.151	-4.936
Si	34.498	-1.814	19.342
Si	26.257	2.065	-4.801
Si	17.005	4.144	18.605
Si	14.57	-4.589	19.253
Si	20.385	-2.023	-4.25
Si	21.643	-3.512	19.933
Si	21.061	-6.559	20.419
Si	27.759	7.456	18.09
Si	30.007	0.967	-2.495
Si	28.634	6.511	-3.364
Si	29.443	-2.592	-5.15
Si	27.559	-7.841	-5.468
Si	29.287	-5.406	-6.205
Si	24.652	7.727	-4.66
Si	30.012	-2.701	-2.085
Si	18.729	-3.255	20.313
Si	30.924	-5.075	19.112
Si	32.521	7.163	-5.783
Si	21.203	4.877	18.351
Si	23.246	-1.778	-3.951
Si	23.463	1.3	-3.744
Si	20.224	4.863	-5.957
Si	22.254	-5.173	-1.76
Si	19.602	2.569	18.937
Si	24.301	-3.456	18.808
Si	34.685	0.739	-1.906
Si	30.748	2.25	-5.008
Si	32.483	-2.297	-5.737
Si	21.521	3.502	-3.798
Si	19.072	7.694	-2.159
Si	22.172	-1.898	-6.513
Si	21.894	7.724	18.403
Si	25.844	5.774	-2.591
Si	29.955	-7.877	-1.797
Si	32.734	-3.129	-3.047
Si	24.395	-2.941	-1.654
Si	27.383	2.617	-1.983
Si	34.315	-1.395	0.248
Si	37.061	0.863	0.073
Si	33.797	4.554	0.077
Si	37.007	6.784	0.096
Si	33.524	-6.459	0.201
Si	36.373	-3.756	0.091
Si	39.302	-1.268	0.462
Si	42.208	1.115	-0.015
Si	39.24	4.537	-0.154
Si	42.182	7.13	0.229
Si	39.983	-6.905	-0.053
Si	41.537	-3.394	0.132
Si	44.46	-1.067	0.054
Si	47.378	1.638	-0.109
Si	45.16	3.882	0.274
Si	47.7	6.615	0.075
Si	44.897	-6.533	0.436
Si	47.629	-4.161	0.389
Si	35.537	-0.022	1.654
Si	38.13	2.764	1.12
Si	35.407	5.611	1.403
Si	38.235	-7.967	1.297
Si	35.252	-5.351	1.396
Si	37.949	-2.757	1.579
Si	40.772	0.127	1.578
Si	43.401	2.738	1.314
Si	40.826	5.543	1.331
Si	43.636	-8.073	1.637
Si	40.8	-5.258	1.419
Si	43.312	-2.523	1.468
Si	46.192	0.055	1.237
Si	48.999	2.778	1.23
Si	46.265	5.488	1.549
Si	48.909	-7.988	1.213
Si	46.202	-5.265	1.822
Si	48.897	-2.48	1.378
Si	34.075	1.439	2.769
Si	36.757	4.097	2.629
Si	34.079	6.882	2.873
Si	36.746	-6.703	2.687
Si	33.928	-3.984	2.801
Si	36.752	-1.384	3.039
Si	39.401	1.559	2.767
Si	42.123	4.139	2.72
Si	39.494	6.929	2.731
Si	42.203	-6.609	2.827
Si	39.372	-4.093	2.866
Si	42.091	-1.228	2.953
Si	44.831	1.404	2.684
Si	47.672	4.093	2.772
Si	44.92	6.821	2.922
Si	47.613	-6.78	2.857
Si	44.72	-3.852	2.888
Si	47.504	-1.205	2.743
Si	32.718	0.074	4.18
Si	35.423	2.801	4.123
Si	32.674	5.461	4.145
Si	35.451	-8.066	4.155
Si	32.664	-5.383	4.237
Si	35.308	-2.718	4.273
Si	38.134	0.105	4.203
Si	40.777	2.845	4.159
Si	38.102	5.504	4.044
Si	40.827	-8.044	4.136
Si	38.032	-5.427	4.209
Si	40.734	-2.672	4.214
Si	43.533	0.117	4.198
Si	46.211	2.764	4.088
Si	43.481	5.464	4.154
Si	46.261	-8.11	4.239
Si	43.489	-5.291	4.256
Si	46.178	-2.544	4.17
Si	34.031	-1.387	11.003
Si	36.786	1.385	11.035
Si	34.027	4.093	11.03
Si	36.771	-9.474	10.987
Si	34.084	-6.791	11.032
Si	36.789	-4.055	11.069
Si	39.456	-1.334	11.023
Si	42.178	1.412	11.046
Si	39.474	4.064	11.008
Si	42.125	-9.48	10.986
Si	39.485	-6.732	11.065
Si	42.21	-4.016	11.039
Si	44.883	-1.283	11.002
Si	47.633	1.432	10.894
Si	44.847	4.154	10.909
Si	47.584	-9.391	10.928
Si	44.907	-6.732	10.922
Si	47.68	-3.937	10.974
Si	35.434	-0.057	12.314
Si	38.149	2.727	12.444
Si	35.451	5.454	12.334
Si	38.099	-8.116	12.384
Si	35.438	-5.429	12.422
Si	38.172	-2.713	12.452
Si	40.804	0.012	12.386
Si	43.565	2.813	12.358
Si	40.832	5.395	12.37
Si	43.51	-8.076	12.26
Si	40.872	-5.366	12.438
Si	43.547	-2.627	12.42
Si	46.332	0.057	12.267
Si	48.987	2.823	12.203
Si	46.203	5.526	12.217
Si	48.94	-8.001	12.281
Si	46.299	-5.343	12.223
Si	49.069	-2.592	12.388
Si	33.986	1.275	13.542
Si	36.762	4.124	13.75
Si	34.19	-9.517	13.753
Si	36.847	-6.72	13.833
Si	34.022	-4.103	13.753
Si	36.758	-1.382	13.773
Si	39.483	1.316	13.822
Si	42.181	4.062	13.824
Si	39.415	-9.577	13.667
Si	42.289	-6.724	13.743
Si	39.582	-4.007	13.89
Si	42.115	-1.314	13.818
Si	45.067	1.478	13.589
Si	47.621	4.207	13.509
Si	44.791	-9.504	13.564
Si	47.611	-6.6	13.675
Si	45.08	-3.966	13.634
Si	47.713	-1.157	13.733
Si	32.726	-0.049	15.022
Si	35.314	2.644	14.826
Si	32.779	5.401	15.012
Si	35.515	-8.105	15.193
Si	32.607	-5.52	14.989
Si	35.436	-2.819	15.128
Si	38.09	-0.015	15.2
Si	40.846	2.6	15.237
Si	38.088	5.455	15.211
Si	40.912	-8.283	14.892
Si	38.324	-5.448	15.26
Si	40.824	-2.631	15.443
Si	43.659	0.127	14.83
Si	46.436	2.858	14.959
Si	43.572	5.519	15.131
Si	46.105	-8.06	14.759
Si	43.707	-5.23	15.023
Si	46.527	-2.69	15.042
Si	34.313	-1.188	16.373
Si	36.383	1.184	16.262
Si	33.839	3.719	16.256
Si	37.194	-9.101	16.583
Si	33.758	-7.033	16.352
Si	36.995	-3.972	16.515
Si	39.036	-1.552	16.742
Si	42.681	1.563	16.367
Si	39.608	4.172	16.482
Si	41.814	-9.879	16.391
Si	39.662	-7.103	16.411
Si	42.692	-3.715	16.512
Si	44.858	-1.448	15.994
Si	48.09	2.196	16.569
Si	44.833	3.921	16.258
Si	47.561	-9.191	16.129
Si	44.851	-6.801	16.28
Si	48.314	-3.498	16.52
Si	45.42	-1.467	18.797
Si	46.386	-7.866	-1.959
Si	33.73	3.508	-2.666
Si	44.775	6.934	-6.797
Si	31.288	4.914	-4.016
Si	38.876	1.35	-7.036
Si	52.67	-7.787	-7.083
Si	51.059	-7.623	-4.535
Si	48.069	-7.531	-4.378
Si	46.491	-7.906	18.435
Si	44.176	-7.027	20.133
Si	43.87	-4.095	19.299
Si	46.064	2.976	18.731
Si	55.216	-6.273	-6.098
Si	51.319	-5.393	-2.787
Si	37.484	6.15	-4.677
Si	46.055	-0.089	-5.184
Si	56.313	7.429	-7.155
Si	41.446	-1.028	-4.882
Si	31.144	-7.756	20.197
Si	38.187	1.225	-4.144
Si	34.543	-1.276	-4.038
Si	40.836	-6.367	-2.894
Si	36.451	7.789	19.451
Si	42.215	-7.592	18.016
Si	47.77	1.379	-3.277
Si	43.664	5.372	-1.899
Si	45.868	-3.015	-4.715
Si	35.393	-5.742	18.655
Si	39.164	-0.97	19.805
Si	41.214	7.265	-4.224
Si	45.528	-3.24	-1.836
Si	36.933	-2.767	20.614
Si	48.867	-4.132	19.457
Si	48.131	-4.711	-5.893
Si	38.292	3.874	19.337
Si	34.173	1.037	20.412
Si	38.462	-1.064	-5.799
Si	33.467	-4.231	20.618
Si	36.668	-5.132	-2.736
Si	43.93	-4.421	-6.437
Si	43.662	0.862	19.146
Si	51.222	0.74	-2.1
Si	44.192	7.331	-3.799
Si	48.928	-0.688	-5.061
Si	43.64	0.304	-6.803
Si	36.754	-8.152	-2.664
Si	36.137	3.38	-4.603
Si	35.592	3.028	18.487
Si	40.783	1.418	-2.898
Si	43.147	-5.099	-1.595
Si	50.26	-3.212	-4.405
Si	41.19	-4.151	-5.076
Si	40.964	4.364	-2.832
Si	50.544	-1.246	0.147
Si	53.099	1.138	0.283
Si	50.075	4.544	0.019
Si	53.217	6.609	0.076
Si	49.978	-6.18	-0.051
Si	52.643	-3.502	0.43
Si	55.399	-1.026	0.269
Si	58.49	0.956	0.05
Si	55.406	4.357	0.233
Si	57.96	6.959	-0.136
Si	55.776	-7.068	0.147
Si	58.532	-4.439	-0.121
Si	60.716	-1.319	-0.097
Si	63.568	1.602	-0.371
Si	61.243	3.7	0.043
Si	64.226	6.45	-0.044
Si	60.868	-6.586	-0.293
Si	64.023	-4.253	-0.267
Si	51.632	0.076	1.7
Si	54.25	2.781	1.461
Si	51.583	5.601	1.428
Si	54.275	-8.173	1.485
Si	51.526	-5.257	1.462
Si	54.317	-2.558	1.656
Si	57.031	-0.02	1.567
Si	59.681	2.582	1.327
Si	57.007	5.497	1.439
Si	59.718	-8.212	1.032
Si	57.033	-5.501	1.33
Si	59.607	-2.817	1.266
Si	62.505	-0.105	0.969
Si	65.279	2.665	0.985
Si	62.514	5.35	1.155
Si	65.27	-8.146	1.14
Si	62.465	-5.45	1.054
Si	65.263	-2.722	1.057
Si	50.224	1.511	2.812
Si	52.895	4.159	2.789
Si	50.243	7.011	2.717
Si	52.924	-6.702	2.731
Si	50.206	-3.885	2.825
Si	53.012	-1.236	3.043
Si	55.687	1.455	2.805
Si	58.42	4.07	2.656
Si	55.658	6.818	2.839
Si	58.461	-6.863	2.604
Si	55.711	-4.094	2.732
Si	58.373	-1.475	2.764
Si	61.149	1.189	2.528
Si	63.933	4.004	2.478
Si	61.122	6.779	2.443
Si	63.826	-6.812	2.454
Si	61.138	-4.111	2.512
Si	63.89	-1.365	2.421
Si	48.865	0.124	4.14
Si	51.597	2.82	4.194
Si	48.962	5.55	4.111
Si	51.607	-8.038	4.133
Si	48.921	-5.333	4.177
Si	51.61	-2.648	4.248
Si	54.401	0.137	4.263
Si	57.082	2.783	4.102
Si	54.301	5.458	4.159
Si	57.091	-8.132	4.064
Si	54.333	-5.406	4.095
Si	57.04	-2.769	4.137
Si	59.812	-0.082	3.993
Si	62.52	2.65	3.84
Si	59.816	5.455	3.921
Si	62.478	-8.171	3.833
Si	59.819	-5.464	3.938
Si	62.525	-2.718	3.831
Si	50.375	-1.295	10.936
Si	53.046	1.4	10.901
Si	50.356	4.173	10.887
Si	53.069	-9.459	10.97
Si	50.363	-6.708	10.941
Si	53.099	-4.042	10.948
Si	55.814	-1.35	10.898
Si	58.517	1.372	10.918
Si	55.81	4.117	10.883
Si	58.443	-9.502	10.737
Si	55.739	-6.752	10.883
Si	58.482	-4.089	10.846
Si	61.208	-1.302	10.795
Si	63.915	1.382	10.671
Si	61.185	4.058	10.669
Si	63.853	-9.527	10.622
Si	61.18	-6.796	10.732
Si	63.893	-3.992	10.703
Si	51.717	0.045	12.308
Si	54.438	2.744	12.215
Si	51.695	5.484	12.303
Si	54.428	-8.08	12.328
Si	51.769	-5.416	12.328
Si	54.509	-2.717	12.302
Si	57.141	-0.007	12.305
Si	59.958	2.762	12.193
Si	57.142	5.528	12.215
Si	59.827	-8.199	12.076
Si	57.107	-5.434	12.248
Si	59.826	-2.66	12.145
Si	62.637	0.039	12.126
Si	65.224	2.805	11.992
Si	62.494	5.423	12.01
Si	65.255	-8.115	11.83
Si	62.501	-5.335	12.026
Si	65.259	-2.637	12.09
Si	50.301	1.469	13.582
Si	53.117	4.079	13.61
Si	50.269	-9.42	13.567
Si	53.092	-6.756	13.777
Si	50.463	-4.038	13.687
Si	53.152	-1.337	13.626
Si	55.738	1.38	13.617
Si	58.608	4.21	13.49
Si	55.769	-9.474	13.668
Si	58.464	-6.91	13.467
Si	55.853	-4.07	13.751
Si	58.516	-1.405	13.658
Si	61.399	1.418	13.558
Si	63.838	4.131	13.401
Si	61.137	-9.603	13.421
Si	63.966	-6.728	13.158
Si	61.184	-3.987	13.48
Si	63.992	-1.267	13.559
Si	48.972	0.322	15.15
Si	51.721	2.72	14.923
Si	48.876	5.564	14.908
Si	51.622	-8.165	14.998
Si	49.068	-5.278	15.113
Si	51.877	-2.72	15.039
Si	54.4	0.039	15.076
Si	57.19	2.844	14.704
Si	54.364	5.485	15.024
Si	57.256	-8.23	15.034
Si	54.516	-5.451	15.189
Si	57.214	-2.717	15.223
Si	59.987	0.016	14.811
Si	62.741	2.813	15.019
Si	59.9	5.488	15.07
Si	62.558	-8.093	14.387
Si	59.704	-5.397	14.689
Si	62.625	-2.699	14.894
Si	50.468	-1.187	16.085
Si	52.635	1.029	16.341
Si	50.404	4.259	16.075
Si	52.61	-9.816	16.32
Si	49.995	-7.082	16.309
Si	53.476	-3.784	16.532
Si	55.599	-1.439	16.481
Si	58.731	1.626	15.902
Si	56.051	4.292	16.132
Si	58.284	-9.821	16.543
Si	56.114	-6.754	16.416
Si	58.341	-4.514	16.386
Si	61.511	-1.119	16.201
Si	64.709	2.008	16.192
Si	60.994	3.798	16.31
Si	63.819	-9.113	16.016
Si	61.348	-6.625	15.644
Si	63.723	-4.487	15.973
Si	63.155	0.579	18.038
Si	63.783	7.125	-3.007
Si	51.118	3.585	-2.766
Si	61.476	6.237	-7.046
Si	48.878	3.84	-4.752
Si	49.434	-7.107	19.259
Si	64.219	-1.047	20.442
Si	-62.389	7.607	-5.162
Si	57.54	-0.077	18.269
Si	61.973	-8	18.093
Si	60.363	-4.208	18.888
Si	58.745	-6.019	20.54
Si	61.421	2.975	19.065
Si	-58.784	-5.758	-6.471
Si	66.031	-7.166	-3.41
Si	55.051	5.597	-4.755
Si	61.943	-0.358	-3.79
Si	66.751	-1.471	19.102
Si	57.085	-0.461	-2.036
Si	56.511	1.158	-7.034
Si	53.9	3.095	-4.141
Si	51.479	-1.513	-6.357
Si	58.749	7.792	-4.57
Si	54.489	7.727	18.509
Si	59.408	7.491	19.46
Si	63.968	1.514	-3.418
Si	59.104	4.762	-2.109
Si	62.664	-2.371	-5.599
Si	60.932	-7.215	-5.988
Si	61.003	-4.295	-7.088
Si	56.111	-7.376	-3.441
Si	63.477	-2.882	-3.043
Si	53.368	-4.413	19.58
Si	63.267	-5.192	18.659
Si	59.379	1.127	20.291
Si	54.305	2.765	18.31
Si	56.431	-3.582	-5.422
Si	55.604	-0.743	-4.655
Si	47.396	6.334	-6.011
Si	54.149	-5.035	-1.732
Si	59.087	-2.48	-5.684
Si	59.994	-1.459	18.933
Si	67.51	0.49	-2.119
Si	59.889	5.109	-4.913
Si	64.968	-0.313	-5.84
Si	59.709	-1.6	-2.715
Si	53.477	7.438	-2.898
Si	52.927	0.273	-4.581
Si	53.707	5.33	19.877
Si	56.362	3.842	-2.714
Si	61.234	-7.814	-3.183
Si	65.605	-4.272	-4.711
Si	56.877	-4.716	-2.678
Si	58.515	3.329	-6.9
Si	66.98	-1.514	-0.025
Si	69.517	1.023	0.099
Si	66.553	4.317	-0.212
Si	69.812	6.699	-0.187
Si	66.219	-6.565	-0.386
Si	69.139	-3.774	-0.192
Si	71.742	-1.194	-0.105
Si	-55.335	0.932	0.072
Si	71.783	4.248	-0.033
Si	-55.871	7.18	-0.098
Si	72.449	-6.96	0.084
Si	-55.457	-4.088	0.459
Si	-53.197	-1.346	0.577
Si	-50.665	1.563	0.063
Si	-52.845	3.825	-0.034
Si	-49.968	6.389	-0.027
Si	-53.138	-6.1	0.132
Si	-49.943	-4.245	0.145
Si	68.056	-0.109	1.487
Si	70.636	2.724	1.285
Si	68.078	5.563	1.071
Si	70.856	-8.159	1.298
Si	67.939	-5.473	0.941
Si	70.66	-2.733	1.284
Si	-57.115	-0.093	1.213
Si	-54.367	2.676	1.319
Si	-57.068	5.472	1.131
Si	-54.227	-8.076	1.177
Si	-57.131	-5.381	1.446
Si	-54.449	-2.643	1.941
Si	-51.614	0.023	1.535
Si	-48.886	2.703	1.122
Si	-51.599	5.344	1.283
Si	-48.865	-8.24	1.191
Si	-51.489	-5.316	1.519
Si	-48.848	-2.561	1.273
Si	66.573	1.367	2.513
Si	69.296	4.143	2.56
Si	66.698	6.867	2.485
Si	69.335	-6.761	2.439
Si	66.62	-4.121	2.429
Si	69.419	-1.423	2.781
Si	-58.444	1.369	2.56
Si	-55.743	4.114	2.561
Si	-58.381	6.767	2.64
Si	-55.631	-6.789	2.676
Si	-58.547	-4.044	2.683
Si	-55.935	-1.248	2.916
Si	-53.036	1.383	2.79
Si	-50.215	4.013	2.63
Si	-52.953	6.802	2.56
Si	-50.198	-6.882	2.669
Si	-52.901	-4.063	2.947
Si	-50.195	-1.338	2.754
Si	65.213	-0.01	3.848
Si	67.936	2.751	3.885
Si	65.286	5.447	3.805
Si	68.02	-8.111	3.867
Si	65.223	-5.446	3.813
Si	67.949	-2.81	3.935
Si	-59.773	0.025	4.005
Si	-57.094	2.746	3.942
Si	-59.83	5.437	3.932
Si	-57.026	-8.166	3.991
Si	-59.907	-5.456	3.934
Si	-57.215	-2.732	4.131
Si	-54.42	0.063	4.142
Si	-51.597	2.73	4.056
Si	-54.346	5.456	3.935
Si	-51.614	-8.203	4.006
Si	-54.321	-5.482	4.13
Si	-51.542	-2.664	4.176
Si	66.607	-1.339	10.657
Si	69.377	1.397	10.576
Si	66.599	4.115	10.611
Si	69.319	-9.476	10.659
Si	66.644	-6.723	10.595
Si	69.333	-4.033	10.69
Si	-58.45	-1.349	10.739
Si	-55.702	1.368	10.837
Si	-58.421	4.118	10.683
Si	-55.749	-9.508	10.746
Si	-58.542	-6.793	10.701
Si	-55.752	-4.077	10.817
Si	-53.039	-1.35	10.846
Si	-50.298	1.353	10.882
Si	-52.981	4.068	10.825
Si	-50.289	-9.504	10.884
Si	-53.015	-6.775	10.869
Si	-50.301	-4.027	10.894
Si	68.002	0.068	11.896
Si	70.784	2.692	11.927
Si	67.935	5.479	11.966
Si	70.651	-8.135	12.067
Si	67.96	-5.382	12.034
Si	70.682	-2.658	12.059
Si	-57.076	-0.034	12.157
Si	-54.274	2.682	12.216
Si	-57.107	5.472	12.102
Si	-54.408	-8.189	12.148
Si	-57.206	-5.446	12.073
Si	-54.405	-2.705	12.225
Si	-51.668	-0.025	12.227
Si	-48.962	2.735	12.255
Si	-51.686	5.46	12.216
Si	-48.91	-8.111	12.214
Si	-51.681	-5.357	12.24
Si	-48.947	-2.739	12.369
Si	66.655	1.425	13.206
Si	69.409	4.074	13.159
Si	66.468	-9.47	13.259
Si	69.229	-6.796	13.414
Si	66.661	-3.964	13.406
Si	69.351	-1.163	13.336
Si	72.101	1.388	13.394
Si	-55.628	4.16	13.421
Si	71.99	-9.525	13.429
Si	-55.912	-6.897	13.393
Si	71.984	-4.073	13.42
Si	-55.76	-1.377	13.636
Si	-52.938	1.289	13.692
Si	-50.357	4.116	13.611
Si	-53.018	-9.463	13.583
Si	-50.194	-6.65	13.523
Si	-53.09	-4.055	13.652
Si	-50.373	-1.351	13.673
Si	65.422	0.245	14.772
Si	67.997	2.828	14.457
Si	65.062	5.611	14.7
Si	67.812	-8.214	14.668
Si	65.308	-5.45	14.602
Si	67.968	-2.457	14.692
Si	70.652	0.203	14.809
Si	73.566	2.728	14.625
Si	70.634	5.321	14.662
Si	73.322	-8.215	14.851
Si	70.552	-5.412	14.765
Si	73.281	-2.727	14.88
Si	-54.327	-0.092	15.082
Si	-51.561	2.713	15.078
Si	-54.342	5.46	14.971
Si	-51.625	-7.937	14.751
Si	-54.665	-5.492	14.73
Si	-51.67	-2.763	15.111
Si	67.011	-0.788	16.12
Si	69.101	1.547	16.06
Si	66.68	4.289	15.676
Si	68.876	-9.952	15.804
Si	66.212	-7.087	15.992
Si	69.466	-3.672	15.934
Si	71.665	-1.478	16.097
Si	74.998	1.613	16.116
Si	72.357	4.233	15.868
Si	74.496	-9.798	16.189
Si	72.01	-6.692	16.084
Si	74.25	-4.516	16.077
Si	-52.984	-1.48	16.583
Si	-49.687	1.883	16.345
Si	-53.245	3.784	16.296
Si	-50.285	-9.119	16.264
Si	-53.148	-6.652	16
Si	-50.086	-3.92	16.48
Si	-51.719	-0.875	19.294
Si	-50.629	6.031	-2.871
Si	67.343	3.211	-3.061
Si	-56.618	-3.437	20.654
Si	64.814	4.343	-4.249
Si	67.398	-6.502	18.759
Si	-49.042	0.128	18.658
Si	-41.143	4.438	-3.169
Si	-56.906	-0.354	18.006
Si	-52.406	7.938	18.157
Si	-55.177	-2.8	18.124
Si	-51.536	3.983	-6.206
Si	-53.357	3.987	19.206
Si	-44.79	-6.357	-4.242
Si	-47.7	-6.341	-3.155
Si	-58.665	5.326	-5.051
Si	-53.391	-1.351	-3.108
Si	-42.908	-5.809	-6.487
Si	-55.821	0.309	-2.757
Si	-58.34	2.785	-6.396
Si	-61.228	2.454	-5.133
Si	67.441	-2.128	-6.03
Si	-59.614	-3.665	20.419
Si	-60.568	-7.963	17.993
Si	-54.821	6.474	19.024
Si	-50.794	0.501	-2.743
Si	-54.795	5.233	-2.112
Si	-57.227	7.296	20.486
Si	-55.149	-7.706	-5.375
Si	-53.265	-3.252	-7.2
Si	-57.923	-8.185	-4.561
Si	-49.841	-4.053	-2.859
Si	-62.031	-3.937	18.749
Si	-51.858	-5.444	18.389
Si	-48.179	-4.543	-7.199
Si	-59.921	3.34	18.145
Si	-57.724	-3.959	-4.366
Si	-58.475	-1.25	-3.127
Si	-61.588	5.025	-6.246
Si	-59.671	-5.358	-2.217
Si	-53.441	-0.607	-6.057
Si	-51.183	-5.356	-7.06
Si	-44.656	1.411	-3.52
Si	-54.192	4.59	-5.071
Si	-48.528	-1.338	-3.342
Si	-53.461	-3.643	-1.422
Si	-60.361	-8.084	-2.928
Si	-61.321	-0.505	-4.39
Si	-59.771	6.125	19.543
Si	-57.524	3.904	-2.635
Si	-52.217	7.885	-4.446
Si	-52.117	-5.706	-4.173
Si	-54.794	-4.815	-4.927
Si	-56.175	2.201	-4.798
Si	-47.365	-1.496	-0.293
Si	-44.259	1.069	-0.381
Si	-47.638	4.243	-0.254
Si	-44.581	6.521	-0.106
Si	-47.749	-6.589	-0.091
Si	-45.215	-3.859	0.095
Si	-42.082	-1.197	0.057
Si	-39.16	0.88	-0.023
Si	-42.261	4.355	-0.262
Si	-39.683	7.197	0.021
Si	-41.887	-6.9	0.306
Si	-39.405	11.916	0.435
Si	-36.97	-1.425	0.149
Si	-34.095	1.539	-0.173
Si	-36.264	3.807	0.077
Si	-33.835	6.449	0.411
Si	-37.021	9.881	0.18
Si	-33.9	11.86	0.177
Si	-46.103	0.106	0.936
Si	-43.337	2.694	1.075
Si	-46.137	5.347	1.2
Si	-43.543	-8.19	1.286
Si	-46.245	-5.489	1.368
Si	-43.41	-2.797	1.222
Si	-40.71	-0.024	1.505
Si	-38.058	2.673	1.114
Si	-40.752	5.455	1.189
Si	-38.018	8.121	1.369
Si	-40.785	10.747	1.826
Si	-38.176	-2.785	1.582
Si	-35.27	-0.112	1.173
Si	-32.631	2.69	1.326
Si	-35.267	5.183	1.686
Si	-32.731	8.125	1.574
Si	-35.426	10.831	1.597
Si	-32.745	-2.748	1.294
Si	-47.49	1.342	2.462
Si	-44.782	3.961	2.527
Si	-47.493	6.745	2.582
Si	-44.866	-6.841	2.687
Si	-47.577	-4.037	2.673
Si	-44.821	-1.319	2.483
Si	-42.102	1.42	2.662
Si	-39.404	4.044	2.543
Si	-42.143	6.75	2.637
Si	-39.322	9.367	2.944
Si	-42.224	12.24	2.827
Si	-39.479	-1.41	2.905
Si	-36.7	1.271	2.555
Si	-33.895	3.874	2.94
Si	-36.713	6.701	2.748
Si	-34.107	9.438	2.912
Si	-36.751	12.225	2.902
Si	-34.015	-1.382	2.698
Si	-48.806	0.042	3.999
Si	-46.18	2.668	3.927
Si	-48.878	5.415	3.975
Si	-46.212	-8.214	4.025
Si	-48.899	-5.449	4.039
Si	-46.161	-2.674	3.972
Si	-43.511	0.01	3.963
Si	-40.747	2.744	4.015
Si	-43.497	5.359	3.97
Si	-40.81	8.026	4.134
Si	-43.561	10.833	4.112
Si	-40.862	-2.76	4.202
Si	-38.032	-0.013	4.082
Si	-35.397	2.543	4.111
Si	-38.116	5.35	4.046
Si	-35.432	8.045	4.202
Si	-38.056	10.821	4.255
Si	-35.355	-2.704	4.144
Si	-47.611	-1.416	10.917
Si	-44.861	1.306	10.862
Si	-47.614	4.087	10.878
Si	-44.922	-9.552	10.903
Si	-47.584	-6.779	10.843
Si	-44.917	-4.137	10.939
Si	-42.187	-1.395	10.913
Si	-39.474	1.276	10.93
Si	-42.182	4.015	10.864
Si	-39.503	6.713	10.879
Si	-42.251	9.435	10.898
Si	-39.478	-4.149	10.914
Si	-36.744	-1.426	10.938
Si	-34.023	1.271	10.933
Si	-36.769	3.981	10.884
Si	-34.048	6.749	10.831
Si	-36.774	9.454	10.922
Si	-34.033	-4.109	10.934
Si	-46.213	-0.061	12.214
Si	-43.488	2.629	12.226
Si	-46.295	5.44	12.282
Si	-43.613	-8.2	12.325
Si	-46.302	-5.477	12.327
Si	-43.574	-2.736	12.263
Si	-40.805	-0.098	12.32
Si	-38.131	2.655	12.276
Si	-40.881	5.386	12.25
Si	-38.137	8.035	12.244
Si	-40.847	10.753	12.214
Si	-38.11	-2.793	12.296
Si	-35.382	-0.08	12.316
Si	-32.635	2.635	12.259
Si	-35.37	5.344	12.17
Si	-32.694	8.14	12.149
Si	-35.42	10.851	12.274
Si	-32.65	-2.781	12.319
Si	-47.57	1.302	13.523
Si	-44.888	3.986	13.507
Si	-47.641	-9.448	13.679
Si	-45.045	-6.897	13.731
Si	-47.558	-4.085	13.797
Si	-44.921	-1.38	13.686
Si	-42.139	1.297	13.659
Si	-39.504	4.051	13.6
Si	-42.257	-9.612	13.643
Si	-39.559	9.335	13.605
Si	-42.209	-4.175	13.507
Si	-39.453	-1.486	13.711
Si	-36.782	1.292	13.651
Si	-34.034	4.007	13.554
Si	-36.729	6.646	13.538
Si	-34.011	9.505	13.567
Si	-36.816	-4.176	13.69
Si	-33.99	-1.403	13.708
Si	-48.96	0.083	14.935
Si	-46.209	2.63	14.87
Si	-49.09	5.554	14.977
Si	-46.329	-8.235	15.284
Si	-48.909	-5.471	15.169
Si	-46.259	-2.643	15.207
Si	-43.48	-0.086	15.02
Si	-40.808	2.716	15.015
Si	-43.659	5.343	14.942
Si	-40.947	-8.301	15.064
Si	-43.684	-5.39	14.859
Si	-40.799	-2.994	14.952
Si	-38.148	-0.061	15.086
Si	-35.419	2.732	14.955
Si	-38.106	5.36	14.957
Si	-35.377	8.063	14.8
Si	-38.189	10.667	14.969
Si	-35.41	-2.837	15.034
Si	-48.008	-1.491	16.399
Si	-44.646	1.521	16.287
Si	-47.539	4.156	16.024
Si	-45.261	-10.066	16.417
Si	-47.928	-7.063	16.695
Si	-44.591	-3.82	16.399
Si	-42.271	-1.751	16.201
Si	-39.303	1.557	16.392
Si	-42.468	3.839	16.255
Si	-39.225	-9.403	16.301
Si	-42.369	-6.738	16.164
Si	-39.928	-4.781	16.296
Si	-36.389	-1.097	16.26
Si	-34.194	1.27	16.291
Si	-37.039	3.757	16.333
Si	-33.865	6.905	16.13
Si	-36.931	9.094	16.188
Si	-33.76	-3.952	16.305
Si	-31.864	8.07	-6.283
Si	-33.227	5.967	-3.379
Si	-50.15	3.193	-3.777
Si	-36.881	6.172	-7.169
Si	-48.21	7.394	-4.34
Si	-46.696	-6.794	19.602
Si	-34.302	1.499	19.342
Si	-31.076	-5.945	-4.557
Si	-39.726	-2.053	20.209
Si	-33.941	-7.242	20.005
Si	-32.925	5.351	-6.038
Si	-38.458	-4.244	19.028
Si	-35.71	5.607	18.439
Si	-26.617	-3.368	-6.806
Si	-32.625	-7.336	-2.49
Si	-45.352	5.196	-5.056
Si	-35.109	-1.142	-4.205
Si	-29.682	-0.642	18.05
Si	-40.127	-0.664	-2.231
Si	-43.025	3.274	-5.461
Si	-47.075	3.354	-3.278
Si	-46.956	-2.125	-5.921
Si	-39.317	-6.9	-4.621
Si	-44.12	-8.169	18.457
Si	-37.654	7.589	20.022
Si	-32.73	-0.172	-2.492
Si	-35.605	6.006	-1.787
Si	-37.072	-5.076	-4.135
Si	-41.062	-0.051	18.437
Si	-44.104	0.703	19.113
Si	-45.605	-1.588	20.651
Si	-35.191	-5.799	-2.043
Si	-45.05	-4.226	19.433
Si	-36.371	-6.188	18.965
Si	-37.704	-3.501	-6.678
Si	-38.926	-0.947	-6.407
Si	-41.011	-4.487	-4.588
Si	-41.313	-1.424	-4.824
Si	-47.072	6.728	-7.071
Si	-44.121	-3.935	-2.578
Si	-39.82	5.999	19.244
Si	-36.18	-0.816	19.223
Si	-29.717	3.026	-2.143
Si	-37.351	3.203	-6.937
Si	-42.314	4.554	19.332
Si	-37.487	-2.47	-2.666
Si	-45.244	7.215	-3.092
Si	-44.42	-1.56	-4.517
Si	-36.939	1.153	-5.049
Si	-39.833	7.075	-2.968
Si	-37.24	6.103	-4.124
Si	-33.356	-1.926	-6.654
Si	-41.57	-4.638	-1.666
Si	-38.341	3.446	-4.241
Si	-31.199	-1.617	-0.074
Si	-28.431	1.108	-0.009
Si	-31.478	4.41	0.174
Si	-28.037	6.537	0.238
Si	-31.644	9.624	0.169
Si	-29.027	-3.935	-0.015
Si	-26.101	-1.024	0.074
Si	-22.817	1.111	0.02
Si	-26.132	4.068	0.478
Si	-23.617	6.875	-0.034
Si	-25.637	-7.056	0.244
Si	-23.069	-4.279	0.077
Si	-20.58	-1.12	-0.126
Si	-17.691	1.573	-0.007
Si	-20.059	3.665	-0.051
Si	-17.675	6.752	0.007
Si	-20.783	-6.441	0.068
Si	-17.518	-4.19	0.153
Si	-29.997	-0.078	1.272
Si	-27.415	2.569	1.589
Si	-29.895	5.561	1.414
Si	-27.103	-8.208	1.641
Si	-29.98	-5.548	1.39
Si	-27.273	-2.779	1.183
Si	-24.497	0.071	1.368
Si	-21.662	2.649	1.346
Si	-24.517	5.376	1.529
Si	-21.854	-8.255	1.171
Si	-24.466	-5.491	1.484
Si	-21.784	-2.672	1.238
Si	-18.945	-0.035	1.233
Si	-16.204	2.801	1.285
Si	-18.964	5.3	1.302
Si	-16.425	-8.057	1.309
Si	-19.131	-5.384	1.382
Si	-16.261	-2.738	1.466
Si	-31.292	1.307	2.67
Si	-28.694	4.068	2.825
Si	-31.255	6.823	2.848
Si	-28.586	-6.825	2.794
Si	-31.376	-4.145	2.699
Si	-28.6	-1.436	2.645
Si	-25.843	1.339	2.811
Si	-23.034	4.021	2.714
Si	-25.788	6.728	2.96
Si	-23.077	-6.899	2.736
Si	-25.915	-4.085	2.661
Si	-23.145	-1.366	2.664
Si	-20.301	1.29	2.692
Si	-17.598	4.05	2.724
Si	-20.402	6.741	2.553
Si	-17.756	-6.765	2.733
Si	-20.442	-3.993	2.703
Si	-17.66	-1.349	2.709
Si	-32.648	-0.046	4.058
Si	-30.003	2.656	4.131
Si	-32.583	5.371	4.18
Si	-29.922	-8.153	4.196
Si	-32.695	-5.469	4.142
Si	-29.967	-2.782	4.039
Si	-27.217	-0.095	4.063
Si	-24.441	2.708	4.096
Si	-27.237	5.359	4.176
Si	-24.412	-8.184	4.187
Si	-27.217	-5.437	4.088
Si	-24.507	-2.745	4.02
Si	-21.731	-0.042	4.031
Si	-18.968	2.673	4.059
Si	-21.696	5.418	4.033
Si	-19.086	-8.208	4.01
Si	-21.74	-5.454	4.046
Si	-19.031	-2.701	4.069
Si	-31.266	-1.409	10.958
Si	-28.56	1.289	10.764
Si	-31.332	3.992	10.818
Si	-28.553	-9.577	10.794
Si	-31.287	-6.834	10.83
Si	-28.542	-4.078	10.836
Si	-25.783	-1.369	10.806
Si	-23.046	1.345	10.852
Si	-25.776	4.063	10.838
Si	-23.058	-9.569	10.8
Si	-25.85	-6.782	10.775
Si	-23.06	-4.124	10.809
Si	-20.354	-1.37	10.86
Si	-17.65	1.368	10.925
Si	-20.371	4.05	10.894
Si	-17.69	-9.559	10.956
Si	-20.405	-6.861	10.899
Si	-17.675	-4.075	10.859
Si	-29.865	0.012	12.242
Si	-27.181	2.634	12.06
Si	-29.944	5.36	12.097
Si	-27.203	-8.164	12.096
Si	-29.921	-5.451	12.149
Si	-27.156	-2.697	12.152
Si	-24.377	-0.051	12.168
Si	-21.727	2.715	12.261
Si	-24.387	5.438	12.192
Si	-21.74	-8.295	12.254
Si	-24.476	-5.44	12.128
Si	-21.7	-2.771	12.177
Si	-18.973	-0.037	12.241
Si	-16.379	2.739	12.39
Si	-19.053	5.367	12.332
Si	-16.282	-8.159	12.224
Si	-19.069	-5.411	12.185
Si	-16.285	-2.756	12.238
Si	-31.214	1.348	13.655
Si	-28.592	3.93	13.378
Si	-31.315	6.745	13.408
Si	-28.542	-6.795	13.448
Si	-31.255	-4.198	13.613
Si	-28.436	-1.313	13.55
Si	-25.758	1.36	13.405
Si	-23.065	4.103	13.651
Si	-25.803	-9.471	13.421
Si	-23.244	-6.946	13.433
Si	-25.729	-3.973	13.493
Si	-23.023	-1.429	13.546
Si	-20.315	1.348	13.575
Si	-17.752	4.089	13.843
Si	-20.419	-9.664	13.737
Si	-17.654	-6.742	13.453
Si	-20.415	-4.113	13.611
Si	-17.641	-1.43	13.615
Si	-32.574	0.042	15.061
Si	-29.832	2.735	14.997
Si	-32.662	5.4	14.813
Si	-29.945	8.135	14.709
Si	-32.61	10.719	15.051
Si	-29.861	-2.684	14.788
Si	-26.935	0.014	14.857
Si	-24.535	2.711	14.844
Si	-27.182	5.348	14.49
Si	-24.559	-8.183	14.962
Si	-27.099	-5.409	14.677
Si	-24.387	-2.667	15.007
Si	-21.643	-0.065	14.858
Si	-19.1	2.6	15.184
Si	-21.734	5.286	15.28
Si	-18.974	-8.117	14.752
Si	-21.943	-5.565	14.705
Si	-19.003	-2.784	14.999
Si	-31.47	-1.707	16.183
Si	-28.382	1.241	16.163
Si	-30.978	4.493	16.138
Si	-28.636	6.566	15.741
Si	-31.498	8.96	16.253
Si	-28.419	-4.048	15.964
Si	-25.296	-0.901	16.348
Si	-23.113	1.297	16.02
Si	-25.811	4.307	16.028
Si	-23.511	-9.839	16.302
Si	-25.703	-6.476	16.194
Si	-23.344	-4.43	16.156
Si	-20.102	-1.161	16.285
Si	-17.831	0.984	16.389
Si	-20.849	3.381	16.654
Si	-17.56	-8.968	16.412
Si	-20.448	-6.801	15.921
Si	-17.362	-3.907	16.284
Si	-19.347	3.72	19.518
Si	-19.002	6.823	-2.656
Si	-31.457	0.13	-5.386
Si	-20.571	6.439	-7.111
Si	-31.162	4.079	-4.315
Si	-30.115	-5.575	18.009
Si	-10.743	-6.467	-6.18
Si	-17.215	-8.074	-4.672
Si	-21.359	-3.186	18.321
Si	-19.688	-8.082	18.355
Si	-22.234	5.312	-4.956
Si	-17.623	6.739	-7.077
Si	-14.863	-3.205	-5.497
Si	-9.611	-3.596	-6.621
Si	-14.807	-7.574	-3.105
Si	-28.454	4.96	-3.997
Si	-21.689	0.384	-5.758
Si	-14.414	-2.061	19.336
Si	-27.104	-2.356	-3.864
Si	-26.728	1.674	-6.369
Si	-26.687	5.678	-6.209
Si	-29.078	0.271	-7.134
Si	-23.451	-6.672	-3.775
Si	-23.984	5.27	-7.161
Si	-27.154	8.018	18.115
Si	-19.233	2.054	-5.009
Si	-26.07	0.423	-3.782
Si	-24.014	-6.301	20.581
Si	-29.847	0.404	20.627
Si	-21.948	-5.156	-5.949
Si	-24.277	5.452	-2.709
Si	-19.366	-5.951	-5.255
Si	-27.108	-2.365	18.311
Si	-19.132	-5.22	18.056
Si	-12.907	-5.628	-4.533
Si	-27.653	3.143	18.28
Si	-23.472	-1.136	-4.39
Si	-21.89	-2.335	-6.52
Si	-24.766	7.926	-6.017
Si	-26.223	-6.401	-2.61
Si	-18.563	-2.273	-2.174
Si	-16.468	2.777	18.571
Si	-14.346	-0.158	-4.6
Si	-32.872	-4.963	18.897
Si	-24.304	7.34	19.082
Si	-24.599	-2.633	-2.146
Si	-27.101	7.037	-2.593
Si	-36.923	1.564	20.64
Si	-30.431	4.416	18.893
Si	-24.693	2.537	-1.907
Si	-20.693	-7.188	-2.786
Si	-18.026	-3.162	-5.068
Si	-28.606	-4.664	-2.982
Si	-29.237	7.136	20.093
Si	-14.628	-1.633	0.203
Si	-12.447	1.511	0.126
Si	-14.473	3.869	0.002
Si	-12.482	6.722	0.091
Si	-15.358	-6.479	-0.117
Si	-12.339	-3.74	0.055
Si	-9.332	-1.589	0.086
Si	-6.482	0.976	0.309
Si	-9.487	4.055	0.495
Si	-7.169	7.306	-0.016
Si	-9.585	-6.964	0.005
Si	-7.406	-4.053	0.092
Si	-4.223	-1.237	0.059
Si	-1.648	1.441	-0.062
Si	-3.934	3.697	0.021
Si	-1.113	6.457	-0.058
Si	-4.399	-6.582	-0.236
Si	-1.2	-4.266	-0.307
Si	-13.561	-0.014	1.495
Si	-10.967	2.657	1.574
Si	-13.497	5.275	1.581
Si	-11.06	-8.173	1.326
Si	-13.608	-5.44	1.176
Si	-10.901	-2.633	1.496
Si	-8.17	-0.103	1.473
Si	-5.439	2.691	1.476
Si	-8.166	5.679	1.426
Si	-5.62	-7.91	1.333
Si	-8.475	-5.481	1.541
Si	-5.514	-2.932	1.136
Si	-2.695	-0.068	1.379
Si	0.053	2.621	1.11
Si	-2.811	5.424	1.201
Si	-0.011	8.147	1.154
Si	-2.716	-5.499	1.074
Si	0.042	-2.571	0.881
Si	-14.967	1.383	2.74
Si	-12.224	3.992	2.994
Si	-15.007	6.807	2.649
Si	-12.349	-6.775	2.677
Si	-14.896	-4.138	2.73
Si	-12.204	-1.297	2.876
Si	-9.515	1.301	2.805
Si	-6.812	4.171	2.706
Si	-9.626	6.898	2.771
Si	-6.935	-6.714	2.819
Si	-9.675	-4.055	2.888
Si	-6.762	-1.529	2.689
Si	-4.039	1.321	2.768
Si	-1.355	4.037	2.531
Si	-4.169	6.878	2.53
Si	-1.394	-6.826	2.513
Si	-4.093	-4.179	2.528
Si	-1.254	-1.424	2.555
Si	-16.325	0.013	4.086
Si	-13.65	2.66	4.225
Si	-16.312	5.46	4.081
Si	-13.659	-8.166	4.055
Si	-16.321	-5.454	4.083
Si	-13.586	-2.74	4.126
Si	-10.843	0.01	4.229
Si	-8.159	2.757	4.068
Si	-10.863	5.462	4.183
Si	-8.24	-8.124	4.15
Si	-11.013	-5.464	4.147
Si	-8.158	-2.76	4.134
Si	-5.443	-0.075	4.042
Si	-2.667	2.729	4.027
Si	-5.43	5.51	4.022
Si	-2.757	-8.146	3.917
Si	-5.44	-5.406	4.048
Si	-2.708	-2.769	3.878
Si	-14.962	-1.363	10.888
Si	-12.239	1.357	10.901
Si	-15.015	4.077	10.974
Si	-12.288	-9.534	10.926
Si	-14.93	-6.807	10.879
Si	-12.219	-4.115	10.899
Si	-9.501	-1.354	10.867
Si	-6.753	1.377	10.899
Si	-9.506	4.067	10.9
Si	-6.772	-9.501	10.866
Si	-9.515	-6.803	10.894
Si	-6.737	-4.05	10.862
Si	-4.056	-1.343	10.8
Si	-1.349	1.43	10.735
Si	-4.084	4.134	10.827
Si	-1.356	6.894	10.837
Si	-4.019	-6.753	10.845
Si	-1.329	-4.037	10.823
Si	-13.634	0.022	12.249
Si	-10.875	2.699	12.268
Si	-13.664	5.447	12.326
Si	-10.929	-8.142	12.244
Si	-13.561	-5.484	12.272
Si	-10.854	-2.73	12.218
Si	-8.138	-0.007	12.225
Si	-5.399	2.788	12.247
Si	-8.138	5.45	12.226
Si	-5.354	-8.145	12.192
Si	-8.105	-5.428	12.194
Si	-5.38	-2.674	12.24
Si	-2.699	0.073	12.073
Si	-0.01	2.825	12.081
Si	-2.732	5.518	12.167
Si	-0.045	8.3	12.23
Si	-2.705	-5.345	12.231
Si	0.071	-2.663	12.139
Si	-15	1.333	13.679
Si	-12.314	4.01	13.618
Si	-15.012	-9.46	13.717
Si	-12.243	-6.827	13.704
Si	-14.895	-4.099	13.601
Si	-12.264	-1.374	13.535
Si	-9.468	1.343	13.606
Si	-6.761	4.156	13.641
Si	-9.567	-9.526	13.524
Si	-6.676	-6.756	13.516
Si	-9.471	-4.094	13.565
Si	-6.802	-1.377	13.594
Si	-3.99	1.385	13.525
Si	-1.391	4.154	13.489
Si	-4.022	6.855	13.629
Si	-1.377	9.709	13.687
Si	-3.969	-3.935	13.656
Si	-1.251	-1.162	13.399
Si	-16.278	-0.102	15.03
Si	-13.7	2.686	15.079
Si	-16.427	5.589	15.165
Si	-13.626	-8.132	15.149
Si	-16.316	-5.451	14.885
Si	-13.529	-2.736	14.97
Si	-10.882	-0.071	14.872
Si	-8.146	2.77	14.973
Si	-10.951	5.445	14.886
Si	-8.101	-8.169	14.725
Si	-10.806	-5.447	14.964
Si	-8.121	-2.779	14.995
Si	-5.46	0.08	14.832
Si	-2.588	2.714	14.913
Si	-5.333	5.489	15.038
Si	-2.76	8.285	15.039
Si	-5.4	-5.337	14.962
Si	-2.49	-2.434	14.856
Si	-15.1	-1.673	16.368
Si	-12.02	1.456	16.219
Si	-14.822	4.368	16.351
Si	-12.494	-9.843	16.327
Si	-15.221	-6.856	16.384
Si	-11.921	-3.85	16.273
Si	-9.742	-1.625	16.203
Si	-6.58	1.596	16.246
Si	-9.866	3.84	16.17
Si	-6.942	6.766	16.19
Si	-9.176	-6.665	16.126
Si	-7.032	-4.377	16.383
Si	-3.971	-1.128	16.104
Si	-0.78	1.855	16.262
Si	-4.22	3.743	16.222
Si	-1.105	7.165	16.256
Si	-3.997	9.815	16.411
Si	-0.789	-3.252	16.289
Si	-2.523	0.571	18.392
Si	-2.411	6.156	-2.74
Si	-16.228	-0.146	-2.088
Si	-4.829	7.853	-5.118
Si	-20.105	4.043	-3.043
Si	-10.456	7.729	18.352
Si	3.32	-7.08	-6.947
Si	2.317	7.438	-4.924
Si	-6.455	-1.061	20.431
Si	-5.914	-7.738	18.578
Si	-1.898	-8.087	-4.704
Si	-3.994	7.757	20.596
Si	-3.72	3.375	19.081
Si	9.094	-6.441	-4.213
Si	0.594	-7.179	-3.379
Si	-10.806	5.282	-2.104
Si	-3.722	3.652	-2.861
Si	7.135	7.818	-3.479
Si	-9.285	-0.782	-6.114
Si	-8.087	2.403	-1.253
Si	-18.068	-0.317	-6.412
Si	-20.392	6.325	20.595
Si	-2.123	3.231	-6.763
Si	-7.224	1.276	-5.488
Si	-8.634	5.286	18.299
Si	-2.235	0.162	-5.77
Si	-5.135	7.502	-2.277
Si	-0.627	-4.355	-5.9
Si	-6.827	-6.935	-6.927
Si	-8.414	0.21	18.414
Si	-8.641	-7.497	-4.608
Si	-2.374	-4.047	-3.32
Si	-13.776	-4.999	18.564
Si	-2.548	-4.55	18.262
Si	-6.496	4.066	20.319
Si	-11.19	1.384	19.048
Si	-7.855	-5.453	-2.696
Si	-11.383	0.818	-4.824
Si	-9.067	5.859	-4.448
Si	-10.686	-5.042	-2.294
Si	-5.084	-0.74	-5.478
Si	-5.182	-2.99	18.281
Si	2.974	0.821	-2.199
Si	-12.086	-6.912	20.463
Si	0.092	2.935	-4.847
Si	-4.209	-1.912	-2.876
Si	-14.917	6.352	-1.473
Si	-10.765	3.675	-4.452
Si	-7.112	-2.401	-7.16
Si	-4.643	4.716	-5.626
Si	-5.08	-4.686	-2.566
Si	2.162	-4.922	-5.068
Si	-10.445	0.454	-1.921
Si	-7.87	3.454	-3.757
Si	1.397	-1.413	5.291
Si	4.027	1.328	5.405
Si	1.309	4.119	5.36
Si	4.062	6.863	5.336
Si	1.346	-6.757	5.231
Si	4.081	-4.155	5.28
Si	6.837	-1.421	5.385
Si	9.548	1.312	5.415
Si	6.756	4.093	5.454
Si	9.524	6.8	5.421
Si	6.8	-6.821	5.26
Si	9.562	-4.152	5.349
Si	12.289	-1.461	5.406
Si	15.021	1.295	5.44
Si	12.236	4.066	5.389
Si	14.952	6.795	5.405
Si	12.29	-6.803	5.384
Si	14.993	-4.111	5.36
Si	17.675	-1.382	5.395
Si	20.391	1.343	5.505
Si	17.642	4.067	5.493
Si	20.37	6.819	5.544
Si	17.668	-6.799	5.424
Si	20.397	-4.083	5.472
Si	23.132	-1.372	5.564
Si	25.868	1.372	5.635
Si	23.107	4.095	5.602
Si	25.89	6.828	5.605
Si	23.118	-6.731	5.586
Si	25.821	-4.058	5.626
Si	28.597	-1.315	5.672
Si	31.364	1.403	5.581
Si	28.642	4.12	5.591
Si	31.326	6.794	5.564
Si	28.583	-6.794	5.638
Si	31.335	-4.047	5.643
Si	34.014	-1.3	5.602
Si	36.74	1.433	5.541
Si	34.054	4.126	5.518
Si	36.77	6.837	5.49
Si	34.07	-6.745	5.548
Si	36.71	-4.06	5.595
Si	39.446	-1.278	5.583
Si	42.141	1.465	5.52
Si	39.424	4.192	5.511
Si	42.153	6.878	5.503
Si	39.436	-6.766	5.545
Si	42.108	-3.987	5.609
Si	44.859	-1.232	5.583
Si	47.535	1.454	5.527
Si	44.866	4.118	5.49
Si	47.612	6.848	5.554
Si	44.88	-6.701	5.54
Si	47.535	-3.97	5.502
Si	50.241	-1.247	5.522
Si	52.991	1.47	5.554
Si	50.286	4.211	5.53
Si	52.968	6.877	5.472
Si	50.295	-6.683	5.526
Si	53.015	-4.042	5.507
Si	55.751	-1.33	5.502
Si	58.468	1.342	5.353
Si	55.712	4.115	5.475
Si	58.46	6.791	5.352
Si	55.725	-6.769	5.424
Si	58.476	-4.121	5.382
Si	61.197	-1.412	5.306
Si	63.874	1.341	5.238
Si	61.189	4.058	5.227
Si	63.882	6.794	5.171
Si	61.174	-6.816	5.28
Si	63.887	-4.071	5.203
Si	66.594	-1.366	5.216
Si	-61.215	1.4	5.253
Si	66.607	4.12	5.239
Si	-61.186	6.845	5.244
Si	66.595	-6.787	5.198
Si	69.313	-4.117	5.319
Si	-58.51	-1.329	5.448
Si	-55.754	1.454	5.417
Si	-58.475	4.082	5.301
Si	-55.697	6.784	5.355
Si	-58.462	-6.796	5.273
Si	-55.737	-4.079	5.4
Si	-52.999	-1.319	5.439
Si	-50.224	1.36	5.381
Si	-52.974	4.125	5.351
Si	-50.247	6.768	5.365
Si	-52.96	-6.86	5.431
Si	-50.23	-4.102	5.463
Si	-47.512	-1.35	5.386
Si	-44.869	1.325	5.366
Si	-47.529	4.04	5.332
Si	-44.853	6.728	5.364
Si	-47.554	-6.822	5.393
Si	-44.901	-4.077	5.417
Si	-42.217	-1.34	5.449
Si	-39.427	1.348	5.404
Si	-42.147	4.047	5.391
Si	-39.47	6.667	5.477
Si	-42.167	9.457	5.44
Si	-39.487	-4.14	5.53
Si	-36.73	-1.378	5.496
Si	-34.029	1.238	5.479
Si	-36.744	3.984	5.414
Si	-34.014	6.706	5.502
Si	-36.732	9.438	5.576
Si	-34.024	-4.095	5.498
Si	-31.294	-1.409	5.418
Si	-28.569	1.294	5.416
Si	-31.291	3.999	5.548
Si	-28.563	6.766	5.505
Si	-31.323	-6.808	5.505
Si	-28.596	-4.102	5.434
Si	-25.837	-1.408	5.427
Si	-23.077	1.318	5.409
Si	-25.816	4.029	5.476
Si	-23.041	6.744	5.46
Si	-25.832	-6.799	5.444
Si	-23.132	-4.108	5.385
Si	-20.39	-1.373	5.435
Si	-17.654	1.35	5.47
Si	-20.344	4.051	5.396
Si	-17.708	6.788	5.412
Si	-20.382	-6.82	5.406
Si	-17.669	-4.074	5.427
Si	-14.965	-1.362	5.444
Si	-12.242	1.344	5.557
Si	-14.986	4.098	5.493
Si	-12.281	6.822	5.465
Si	-14.994	-6.827	5.458
Si	-12.286	-4.091	5.531
Si	-9.485	-1.383	5.513
Si	-6.786	1.352	5.387
Si	-9.501	4.085	5.495
Si	-6.819	6.815	5.43
Si	-9.583	-6.774	5.497
Si	-6.778	-4.087	5.466
Si	-4.033	-1.407	5.342
Si	-1.357	1.35	5.394
Si	-4.052	4.122	5.354
Si	-1.375	6.819	5.274
Si	-4.081	-6.806	5.354
Si	-1.354	-4.103	5.265
Si	2.688	-0.053	6.725
Si	5.395	2.701	6.754
Si	2.701	5.484	6.69
Si	5.435	-8.129	6.694
Si	2.709	-5.468	6.664
Si	5.434	-2.791	6.677
Si	8.17	-0.043	6.75
Si	10.888	2.696	6.756
Si	8.137	5.45	6.763
Si	10.88	-8.139	6.736
Si	8.154	-5.494	6.678
Si	10.898	-2.799	6.743
Si	13.606	-0.049	6.754
Si	16.315	2.678	6.829
Si	13.577	5.433	6.758
Si	16.306	-8.165	6.776
Si	13.638	-5.454	6.746
Si	16.323	-2.743	6.749
Si	19.019	-0.043	6.813
Si	21.738	2.696	6.898
Si	19.006	5.43	6.856
Si	21.759	-8.142	6.885
Si	19.033	-5.453	6.808
Si	21.738	-2.732	6.875
Si	24.481	-0.009	6.935
Si	27.252	2.752	6.933
Si	24.489	5.471	6.922
Si	27.235	-8.158	6.99
Si	24.461	-5.406	6.978
Si	27.223	-2.722	6.972
Si	29.979	0.062	6.964
Si	32.728	2.753	6.928
Si	29.987	5.459	6.963
Si	32.699	-8.135	6.89
Si	29.964	-5.427	6.972
Si	32.688	-2.678	6.984
Si	35.404	0.054	6.93
Si	38.101	2.795	6.899
Si	35.41	5.488	6.881
Si	38.105	-8.143	6.903
Si	35.396	-5.424	6.966
Si	38.084	-2.665	6.929
Si	40.831	0.069	6.912
Si	43.507	2.798	6.888
Si	40.795	5.525	6.883
Si	43.506	-8.078	6.873
Si	40.768	-5.388	6.932
Si	43.507	-2.623	6.93
Si	46.227	0.099	6.928
Si	48.922	2.822	6.859
Si	46.217	5.489	6.864
Si	48.963	-8.068	6.882
Si	46.227	-5.335	6.897
Si	48.916	-2.633	6.877
Si	51.647	0.071	6.875
Si	54.396	2.785	6.89
Si	51.663	5.532	6.888
Si	54.369	-8.112	6.805
Si	51.678	-5.38	6.887
Si	54.379	-2.674	6.846
Si	57.144	0.026	6.807
Si	59.829	2.738	6.653
Si	57.098	5.479	6.772
Si	59.809	-8.145	6.675
Si	57.091	-5.416	6.766
Si	59.834	-2.728	6.71
Si	62.526	0.003	6.628
Si	65.247	2.726	6.567
Si	62.535	5.441	6.573
Si	65.23	-8.148	6.551
Si	62.533	-5.417	6.607
Si	65.226	-2.698	6.585
Si	-62.58	0.001	6.576
Si	-59.842	2.731	6.651
Si	-62.572	5.484	6.583
Si	-59.821	-8.145	6.627
Si	67.932	-5.462	6.622
Si	-59.893	-2.739	6.696
Si	-57.085	0.029	6.738
Si	-54.332	2.774	6.731
Si	-57.091	5.426	6.675
Si	-54.354	-8.199	6.762
Si	-57.122	-5.451	6.697
Si	-54.36	-2.717	6.759
Si	-51.61	0.03	6.766
Si	-48.886	2.716	6.75
Si	-51.624	5.452	6.75
Si	-48.926	-8.17	6.753
Si	-51.629	-5.459	6.785
Si	-48.88	-2.706	6.777
Si	-46.198	-0.011	6.792
Si	-43.517	2.682	6.744
Si	-46.217	5.398	6.745
Si	-43.535	8.095	6.773
Si	-46.239	-5.453	6.781
Si	-43.545	-2.741	6.807
Si	-40.8	-0.015	6.78
Si	-38.091	2.662	6.815
Si	-40.835	5.348	6.836
Si	-38.148	8.069	6.85
Si	-40.85	-5.51	6.855
Si	-38.108	-2.756	6.841
Si	-35.366	-0.078	6.879
Si	-32.699	2.634	6.835
Si	-35.41	5.345	6.813
Si	-32.676	-8.205	6.838
Si	-35.369	-5.475	6.864
Si	-32.645	-2.742	6.826
Si	-29.938	-0.05	6.779
Si	-27.189	2.645	6.783
Si	-29.912	5.385	6.847
Si	-27.18	-8.175	6.806
Si	-29.944	-5.448	6.823
Si	-27.208	-2.757	6.773
Si	-24.448	-0.04	6.762
Si	-21.714	2.689	6.756
Si	-24.436	5.403	6.8
Si	-21.708	-8.186	6.794
Si	-24.466	-5.448	6.783
Si	-21.749	-2.763	6.761
Si	-19.028	-0.013	6.794
Si	-16.32	2.717	6.844
Si	-19.018	5.409	6.789
Si	-16.352	-8.19	6.805
Si	-19.011	-5.47	6.775
Si	-16.319	-2.718	6.807
Si	-13.609	-0.037	6.86
Si	-10.883	2.743	6.867
Si	-13.616	5.448	6.842
Si	-10.909	-8.165	6.839
Si	-13.645	-5.468	6.846
Si	-10.868	-2.742	6.849
Si	-8.136	0.027	6.81
Si	-5.42	2.741	6.72
Si	-8.139	5.446	6.828
Si	-5.443	-8.132	6.757
Si	-8.158	-5.436	6.817
Si	-5.399	-2.707	6.769
Si	-2.723	-0.013	6.728
Si	-0.015	2.747	6.736
Si	-2.71	5.495	6.706
Si	-0.005	-8.118	6.623
Si	-2.697	-5.435	6.684
Si	0.001	-2.739	6.652
Si	1.357	1.367	8.06
Si	4.055	4.118	8.069
Si	1.339	6.858	8.029
Si	4.059	-6.8	8.065
Si	1.36	-4.092	8.026
Si	4.086	-1.417	8.042
Si	6.785	1.332	8.074
Si	9.486	4.059	8.079
Si	6.762	-9.507	8.084
Si	9.486	-6.824	8.092
Si	6.801	-4.13	8.054
Si	9.541	-1.41	8.086
Si	12.232	1.315	8.104
Si	14.921	4.057	8.127
Si	12.201	-9.52	8.099
Si	14.968	-6.798	8.137
Si	12.239	-4.149	8.111
Si	14.955	-1.398	8.109
Si	17.678	1.324	8.174
Si	20.374	4.078	8.219
Si	17.641	-9.512	8.173
Si	20.387	-6.783	8.204
Si	17.676	-4.077	8.146
Si	20.36	-1.384	8.214
Si	23.095	1.338	8.263
Si	25.862	4.107	8.26
Si	23.12	-9.493	8.26
Si	25.831	-6.802	8.302
Si	23.083	-4.049	8.287
Si	25.84	-1.361	8.295
Si	28.585	1.39	8.3
Si	31.338	4.078	8.296
Si	28.624	-9.51	8.323
Si	31.354	-6.796	8.295
Si	28.586	-4.084	8.325
Si	31.309	-1.333	8.321
Si	34.057	1.391	8.312
Si	36.745	4.13	8.283
Si	34.049	-9.494	8.26
Si	36.775	-6.779	8.295
Si	34.05	-4.063	8.323
Si	36.741	-1.318	8.304
Si	39.461	1.414	8.261
Si	42.143	4.149	8.244
Si	39.454	-9.474	8.286
Si	42.15	-6.742	8.273
Si	39.445	-4.022	8.307
Si	42.164	-1.281	8.308
Si	44.85	1.438	8.261
Si	47.58	4.164	8.244
Si	44.864	-9.449	8.211
Si	47.619	-6.685	8.235
Si	44.877	-3.99	8.273
Si	47.588	-1.277	8.259
Si	50.304	1.452	8.203
Si	53.048	4.167	8.224
Si	50.318	-9.424	8.243
Si	53.038	-6.761	8.207
Si	50.331	-3.986	8.213
Si	53.035	-1.308	8.21
Si	55.779	1.381	8.193
Si	58.465	4.065	8.061
Si	55.737	-9.479	8.142
Si	58.456	-6.791	8.074
Si	55.764	-4.045	8.159
Si	58.51	-1.356	8.123
Si	61.169	1.361	8.002
Si	63.89	4.079	7.927
Si	61.172	-9.531	7.978
Si	63.892	-6.781	7.949
Si	61.194	-4.083	8.044
Si	63.89	-1.337	7.973
Si	66.622	1.378	7.92
Si	-61.203	4.136	7.954
Si	66.605	-9.481	7.923
Si	-61.207	-6.778	7.948
Si	66.586	-4.056	7.941
Si	-61.244	-1.348	7.993
Si	-58.461	1.391	8.04
Si	-55.715	4.097	8.065
Si	-58.463	-9.504	7.998
Si	-55.737	-6.793	8.068
Si	-58.478	-4.071	8.037
Si	-55.723	-1.34	8.094
Si	-52.987	1.391	8.105
Si	-50.265	4.078	8.102
Si	-52.987	-9.529	8.138
Si	-50.281	-6.814	8.147
Si	-52.999	-4.081	8.128
Si	-50.272	-1.35	8.129
Si	-47.569	1.345	8.153
Si	-44.88	4.037	8.129
Si	-47.574	-9.54	8.116
Si	-44.882	9.487	8.127
Si	-47.582	-4.093	8.157
Si	-44.892	-1.4	8.182
Si	-42.168	1.329	8.134
Si	-39.466	3.991	8.177
Si	-42.202	6.733	8.161
Si	-39.496	9.446	8.211
Si	-42.203	-4.116	8.187
Si	-39.477	-1.396	8.186
Si	-36.748	1.29	8.194
Si	-34.062	3.991	8.18
Si	-36.77	6.716	8.179
Si	-34.024	-6.84	8.207
Si	-36.753	-4.126	8.205
Si	-34.004	-1.426	8.224
Si	-31.315	1.273	8.16
Si	-28.531	4.016	8.154
Si	-31.305	-9.579	8.164
Si	-28.573	-6.826	8.136
Si	-31.297	-4.094	8.191
Si	-28.568	-1.404	8.125
Si	-25.802	1.315	8.127
Si	-23.071	4.029	8.13
Si	-25.797	-9.538	8.136
Si	-23.096	-6.826	8.116
Si	-25.828	-4.089	8.124
Si	-23.081	-1.387	8.126
Si	-20.365	1.351	8.147
Si	-17.684	4.066	8.189
Si	-20.354	-9.545	8.154
Si	-17.679	-6.825	8.178
Si	-20.374	-4.114	8.129
Si	-17.665	-1.348	8.159
Si	-14.947	1.366	8.199
Si	-12.257	4.099	8.22
Si	-14.998	-9.536	8.193
Si	-12.253	-6.809	8.192
Si	-14.978	-4.083	8.186
Si	-12.237	-1.39	8.201
Si	-9.506	1.365	8.188
Si	-6.773	4.069	8.142
Si	-9.528	-9.527	8.185
Si	-6.791	-6.796	8.158
Si	-9.492	-4.081	8.196
Si	-6.761	-1.336	8.136
Si	-4.071	1.38	8.085
Si	-1.367	4.142	8.079
Si	-4.066	-9.484	8.1
Si	-1.331	-6.775	8.05
Si	-4.042	-4.089	8.092
Si	-1.338	-1.369	8.053
Si	0.005	0.014	9.412
Si	2.705	2.753	9.406
Si	-0.015	5.535	9.425
Si	2.696	8.17	9.437
Si	0.015	-5.411	9.437
Si	2.738	-2.771	9.404
Si	5.434	-0.047	9.4
Si	8.12	2.713	9.435
Si	5.418	5.452	9.461
Si	8.115	-8.176	9.453
Si	5.428	-5.462	9.435
Si	8.176	-2.779	9.42
Si	10.856	-0.032	9.469
Si	13.561	2.685	9.465
Si	10.797	5.448	9.434
Si	13.553	-8.149	9.447
Si	10.851	-5.491	9.464
Si	13.585	-2.756	9.441
Si	16.297	-0.047	9.489
Si	19.016	2.691	9.543
Si	16.267	5.427	9.49
Si	19.024	-8.155	9.524
Si	16.328	-5.433	9.504
Si	19.015	-2.759	9.573
Si	21.712	-0.033	9.59
Si	24.473	2.732	9.57
Si	21.737	5.451	9.57
Si	24.471	-8.163	9.659
Si	21.715	-5.424	9.602
Si	24.453	-2.703	9.643
Si	27.212	0.002	9.624
Si	29.942	2.73	9.648
Si	27.229	5.445	9.637
Si	30.004	-8.156	9.666
Si	27.21	-5.464	9.648
Si	29.95	-2.709	9.67
Si	32.687	0.016	9.661
Si	35.412	2.749	9.675
Si	32.705	5.446	9.63
Si	35.405	-8.139	9.629
Si	32.697	-5.435	9.678
Si	35.421	-2.72	9.673
Si	38.122	0.042	9.644
Si	40.83	2.747	9.629
Si	38.126	5.462	9.654
Si	40.789	-8.097	9.648
Si	38.118	-5.406	9.678
Si	40.828	-2.673	9.667
Si	43.525	0.08	9.656
Si	46.227	2.79	9.585
Si	43.493	5.531	9.582
Si	46.24	-8.073	9.537
Si	43.519	-5.364	9.617
Si	46.247	-2.632	9.633
Si	48.998	0.065	9.574
Si	51.692	2.784	9.549
Si	48.949	5.543	9.586
Si	51.704	-8.103	9.603
Si	49	-5.325	9.597
Si	51.715	-2.673	9.594
Si	54.422	0.024	9.564
Si	57.164	2.738	9.528
Si	54.421	5.508	9.575
Si	57.084	-8.097	9.467
Si	54.403	-5.391	9.531
Si	57.145	-2.701	9.5
Si	59.844	0.052	9.458
Si	62.549	2.72	9.308
Si	59.812	5.449	9.372
Si	62.514	-8.137	9.307
Si	59.813	-5.427	9.418
Si	62.528	-2.654	9.366
Si	65.269	0.031	9.299
Si	67.98	2.76	9.263
Si	65.237	5.461	9.258
Si	67.988	-8.124	9.273
Si	65.223	-5.378	9.309
Si	67.946	-2.716	9.318
Si	-59.816	-0.018	9.327
Si	-57.054	2.715	9.408
Si	-59.837	5.469	9.345
Si	-57.123	-8.152	9.388
Si	-59.879	-5.421	9.344
Si	-57.095	-2.726	9.411
Si	-54.36	0.02	9.455
Si	-51.612	2.721	9.474
Si	-54.365	5.418	9.458
Si	-51.65	-8.152	9.515
Si	-54.379	-5.443	9.468
Si	-51.648	-2.696	9.492
Si	-48.928	-0.017	9.531
Si	-46.23	2.704	9.531
Si	-48.946	5.447	9.493
Si	-46.232	-8.176	9.499
Si	-48.966	-5.421	9.518
Si	-46.249	-2.768	9.555
Si	-43.506	-0.041	9.503
Si	-40.815	2.639	9.539
Si	-43.562	5.392	9.533
Si	-40.872	8.081	9.545
Si	-43.568	10.837	9.54
Si	-40.834	-2.768	9.554
Si	-38.107	-0.065	9.565
Si	-35.387	2.625	9.561
Si	-38.126	5.353	9.535
Si	-35.426	8.112	9.52
Si	-38.118	10.818	9.55
Si	-35.389	-2.774	9.566
Si	-32.64	-0.073	9.581
Si	-29.942	2.659	9.463
Si	-32.689	5.374	9.49
Si	-29.932	-8.202	9.48
Si	-32.671	-5.455	9.541
Si	-29.928	-2.722	9.526
Si	-27.172	-0.057	9.443
Si	-24.433	2.678	9.488
Si	-27.151	5.398	9.472
Si	-24.442	-8.173	9.488
Si	-27.214	-5.437	9.449
Si	-24.438	-2.751	9.472
Si	-21.712	-0.022	9.488
Si	-19.021	2.692	9.542
Si	-21.703	5.387	9.478
Si	-19.02	-8.201	9.553
Si	-21.72	-5.503	9.48
Si	-19.02	-2.727	9.484
Si	-16.312	0.01	9.541
Si	-13.623	2.738	9.588
Si	-16.346	5.417	9.57
Si	-13.609	-8.183	9.528
Si	-16.32	-5.458	9.533
Si	-13.596	-2.748	9.556
Si	-10.882	-0.002	9.531
Si	-8.132	2.719	9.535
Si	-10.885	5.447	9.574
Si	-8.157	-8.155	9.523
Si	-10.866	-5.451	9.528
Si	-8.114	-2.695	9.513
Si	-5.418	0.04	9.483
Si	-2.733	2.786	9.422
Si	-5.432	5.475	9.465
Si	-2.695	-8.104	9.438
Si	-5.405	-5.422	9.485
Si	-2.691	-2.712	9.441
O	17.068	0.335	19.644
O	19.105	-7.94	-5.979
O	2.554	-0.17	16.684
O	4.239	1.688	17.604
O	2.385	5.119	16.712
O	0.303	3.041	16.676
O	3.961	6.88	17.804
O	-0.978	-7.946	19.536
O	3.672	4.291	-3.613
O	1.596	-6.168	17.691
O	7.59	-1.315	17.417
O	5.474	-2.727	16.696
O	3.413	-4.253	17.352
O	12.466	5.722	-5.438
O	12.402	-5.016	-6.105
O	10.845	2.601	16.639
O	6.139	3.533	17.502
O	7.971	5.287	16.662
O	6.166	-8.099	17.453
O	9.34	5.222	19.646
O	7.515	-5.942	17.719
O	9.41	-4.234	17.737
O	9.366	7.398	-7.09
O	13.512	2.465	19.772
O	14.456	1.538	17.494
O	16.965	-1.508	17.718
O	13.025	3.789	17.536
O	14.763	5.678	-4.002
O	16.094	8.104	16.759
O	15.242	-4.187	17.828
O	11.861	-6.76	20.573
O	12.177	-7.776	17.413
O	17.628	-2.1	20.193
O	4.044	3.858	-6.17
O	5.975	0.062	-5.133
O	7.851	-1.468	-6.566
O	9.454	4.417	-3.056
O	4.803	-8.06	19.89
O	13.865	-2.876	-6.622
O	4.079	-6.753	17.76
O	10.104	-7.252	-5.135
O	15.219	0.623	-3.965
O	23.38	-5.469	-5.751
O	14.892	-8.032	-3.506
O	9.919	1.894	-5.296
O	10.943	-2.72	16.427
O	7.948	-0.098	19.637
O	19.315	-3.214	-4.424
O	-0.676	2.308	-3.592
O	7.762	6.343	-3.347
O	9.529	-6.257	19.452
O	13.97	6.544	17.287
O	8.546	-0.157	-4.49
O	7.873	-4.32	19.856
O	12.392	-1.218	20.012
O	11.384	0.978	19.318
O	5.382	-0.507	20.336
O	13.438	-5.54	16.537
O	15.098	-1.42	19.597
O	12.508	7.523	-3.359
O	13.526	7.757	19.571
O	3.206	-5.273	19.713
O	14.553	-4.377	-4.485
O	23.471	-7.583	-4.251
O	10.043	7.67	20.288
O	10.282	6.529	-4.275
O	9.826	-5.251	-3.392
O	8.101	2.006	-3.197
O	-3.354	-7.09	20.369
O	12.945	1.296	-2.969
O	3.558	1.732	-0.987
O	16.976	-4.033	-3.484
O	17.015	4.473	-4.155
O	19.532	3.452	-6.384
O	15.583	-1.032	-5.878
O	5.891	-5.709	-3.413
O	6.161	1.799	19.44
O	11.952	5.071	-2.904
O	5.848	-4.209	-5.419
O	11.939	7.928	-6.63
O	9.363	7.121	17.78
O	11.126	3.94	-0.824
O	10.081	6.279	-1.333
O	8.48	5.301	-5.612
O	-2.905	4.136	20.217
O	3.458	-0.511	-5.537
O	8.982	2.144	-0.685
O	13.864	-6.022	19.091
O	3.256	-3.907	-4.443
O	11.626	6.261	18.64
O	-3.254	2.115	-3.032
O	19.765	-7.881	-3.402
O	14.438	7.327	-6.031
O	10.052	-2.578	-3.325
O	12.207	-0.922	-1.726
O	14.928	-4.012	-1.792
O	13.443	2.731	-0.319
O	4.18	0.179	-3.07
O	15.141	1.199	-1.436
O	-1.742	-5.347	19.407
O	11.029	3.347	20.062
O	1.911	4.04	-1.603
O	0.025	5.344	-0.411
O	16.815	7.006	-4.882
O	18.147	-7.586	-1.326
O	-0.013	-5.349	-0.538
O	17.794	-0.865	-1.469
O	2.881	-2.58	-0.629
O	5.206	0.014	-0.046
O	4.996	-2.091	-4.076
O	7.293	0.241	-1.38
O	4.403	-2.652	-6.603
O	5.431	5.228	-0.53
O	3.646	6.974	-1.431
O	8.224	8.076	-0.487
O	6.49	-6.152	-0.972
O	4.679	-4.286	-1.52
O	4.053	-6.781	-1.906
O	11.67	-0.698	-4.313
O	17.364	-4.197	-6.042
O	10.312	-2.405	-5.937
O	7.665	-3.74	-3.478
O	15.207	-2.031	-3.465
O	12.35	-3.129	-4.411
O	6.672	2.999	-1.249
O	13.05	-7.055	-1.532
O	9.079	-3.844	-1.275
O	27.155	0.74	-5.003
O	10.692	0.184	-0.11
O	36.305	-4.748	17.766
O	34.849	-0.372	19.976
O	36.187	-6.876	-5.71
O	18.861	0.031	16.739
O	20.405	1.836	17.738
O	17.294	4.994	17.267
O	16.256	2.81	16.199
O	20.605	7.878	17.413
O	26.185	1.936	-1.13
O	22.494	4.142	-2.68
O	17.871	-6.451	17.668
O	23.088	-0.79	17.746
O	21.503	-2.658	16.638
O	19.988	-4.817	17.634
O	32.112	2.032	-5.834
O	25.4	0.373	17.713
O	26.965	2.31	16.685
O	22.398	4.054	17.621
O	24.466	5.384	16.696
O	23.118	7.947	17.384
O	28.509	-1.327	-5.553
O	22.134	2.071	-4.28
O	24.7	-6.401	17.583
O	27.187	-2.568	16.852
O	20.174	-2.89	19.635
O	27.826	3.38	20.642
O	28.743	-0.486	17.669
O	29.152	1.974	18.868
O	31.078	0.745	17.616
O	27.968	4.082	18.024
O	32.291	5.935	-4.761
O	32.715	-8.21	16.8
O	35.866	-2.685	19.404
O	34.489	2.147	19.274
O	28.087	-7.421	17.462
O	30.709	-6.691	19.055
O	13.48	-3.473	19.667
O	21.492	4.534	-5.036
O	22.062	-7.456	19.52
O	26.077	6.286	-1.081
O	26.256	3.143	-5.995
O	28.916	-3.855	-5.995
O	19.653	-6.614	19.619
O	27.585	7.852	-6.94
O	30.933	1.858	-3.462
O	35.825	-4.283	-6.117
O	30.453	-7.149	-3.142
O	24.886	-1.984	19.156
O	25.694	-7.142	19.946
O	20.059	5.362	17.275
O	24.947	-3.86	17.393
O	30.658	-5.649	-5.353
O	33.323	-1.045	-5.102
O	24.871	6.755	-3.408
O	33.266	4.061	-7.161
O	31.432	6.036	17.742
O	25.115	4.342	-2.584
O	24.694	-4.73	19.735
O	26.964	-5.297	18.569
O	33.941	7.909	-5.687
O	54.972	-4.372	19.872
O	31.533	-4.29	17.826
O	39.962	-4.272	-6.115
O	28.7	7.456	-2.053
O	36.285	6.825	-5.532
O	24.224	6.874	-5.978
O	30.176	-0.179	19.867
O	27.71	7.562	19.686
O	21.511	-5.012	20.538
O	-9.383	2.953	-4.025
O	27.279	5.645	-3.328
O	22.078	-3.471	-6.884
O	29.392	-0.165	-3.499
O	20.258	1.985	-1.054
O	34.06	-2.255	-2.841
O	35.382	-8.117	-3.532
O	-55.253	7.907	-6.812
O	19.133	5.726	-5.138
O	32.685	-3.496	-4.644
O	23.374	-4.125	-1.291
O	37.258	-4.165	-3.905
O	20.456	3.879	19.371
O	28.656	1.649	-1.972
O	23.463	-1.745	-5.548
O	26.041	-7.792	-4.918
O	26.33	6.981	17.538
O	30.542	3.863	-5.019
O	27.921	3.956	-1.196
O	28.977	6.447	17.814
O	26.907	2.794	-3.508
O	21.891	0.073	-0.28
O	-11.484	0.369	20.264
O	23.175	-0.245	-3.482
O	18.384	1.336	-2.761
O	29.76	-5.528	16.603
O	32.833	-6.488	-3.914
O	21.813	-2.492	-3.605
O	-40.319	-4.024	-0.865
O	14.874	3.13	-3.235
O	58.361	6.086	-1.482
O	35.104	-5.303	-3.113
O	28.529	7.513	-4.621
O	18.095	2.941	18.45
O	30.291	-3.946	-1.06
O	29.117	-1.686	-1.18
O	30.072	2.889	-0.09
O	19.818	-0.867	-3.269
O	30.953	0.681	-1.212
O	15.525	-4.71	20.577
O	18.149	3.574	-1.34
O	16.314	5.361	-0.54
O	23.855	1.964	-2.335
O	31.389	-8.067	-5.464
O	33.834	-6.802	-1.379
O	16.518	-5.637	-0.565
O	33.932	-0.322	-0.932
O	19.204	-2.761	-0.432
O	-52.608	4.159	17.77
O	23.853	-1.591	-0.966
O	29.573	1.317	-5.633
O	17.237	4.917	20.012
O	21.884	5.411	-0.113
O	20.233	7.146	-1.186
O	24.481	-8.167	-0.248
O	22.555	-6.569	-1.018
O	20.821	-4.599	-1.294
O	22.325	-5.388	-3.334
O	24.729	1.552	-4.709
O	32.814	-4.513	-2.25
O	-19.043	5.273	-3.101
O	24.426	-2.616	-3.235
O	29.359	-3.008	-3.553
O	-43.8	4.964	19.869
O	-43.562	1.986	-4.594
O	23.863	3.651	-0.442
O	31.145	7.569	-1.143
O	29.436	-6.768	-0.781
O	-15.448	2.419	19.759
O	27.295	-5.391	-0.24
O	27.238	-0.159	-0.119
O	30.027	5.688	-3.355
O	56.225	-7.309	-6.818
O	51.438	-7.896	-6.062
O	35.384	-0.016	16.731
O	36.578	2.046	17.631
O	34.758	4.078	17.565
O	32.662	2.689	16.763
O	37.689	7.561	20.463
O	40.772	5.752	-3.708
O	34.671	3.603	-3.97
O	34.199	-6.3	17.729
O	39.251	-0.786	18.185
O	37.985	-2.775	17.073
O	57.547	-4.944	20.224
O	45.093	-8.028	-2.895
O	42.687	0.851	17.843
O	43.63	2.865	16.569
O	38.947	3.627	17.872
O	40.779	5.258	16.804
O	38.463	-8.102	16.933
O	42.682	-7.282	19.527
O	40.814	-6.823	17.597
O	42.807	-4.286	18.059
O	38.119	-3.907	20.487
O	42.725	1.182	20.394
O	45.576	-0.838	17.319
O	44.873	1.929	19.036
O	47.282	2.145	18.007
O	45.549	4.147	17.717
O	-13.503	-6.905	-3.742
O	48.787	-8.167	16.433
O	49.385	-2.257	16.786
O	49.317	3.117	-6.141
O	46.025	-6.68	17.437
O	52.643	-3.163	20.293
O	41.347	7.371	-5.85
O	35.98	3.126	-6.19
O	41.402	1.485	-1.393
O	47.506	-0.473	-5.826
O	-52.911	-5.19	-1.266
O	34.695	-5.042	19.937
O	2.201	-8.072	-6.324
O	55.623	-4.706	-6.285
O	43.609	-5.728	-0.181
O	43.105	-3.569	20.614
O	-39.246	7.351	19.887
O	36.659	3.866	19.364
O	43.657	-2.407	16.545
O	47.888	-6.154	-5.2
O	50.042	-0.742	-6.241
O	32.265	4.14	-2.966
O	40.394	-7.755	-3.652
O	44.56	-5.505	19.704
O	46.71	7.042	17.554
O	44.698	-4.052	-5.071
O	45.947	5.847	-6.598
O	47.178	7.624	-5.06
O	44.26	-0.601	19.496
O	37.713	-1.36	20.419
O	48.084	-4.105	18.03
O	50.245	-3.283	19.394
O	42.421	-6.254	-2.46
O	47.902	-7.593	19.114
O	38.971	1.787	-5.467
O	46.615	-3.658	-0.753
O	46.89	-1.26	19.406
O	43.474	-7.293	17.028
O	41.07	-8.114	-0.313
O	42.443	-4.775	-5.909
O	40.999	2.907	-3.583
O	37.769	7.123	-3.403
O	46.366	0.737	-3.817
O	36.104	1.182	-1.225
O	49.181	-2.023	-4.157
O	53.816	6.314	-3.998
O	49.561	-8.17	-4.302
O	62.952	-6.792	18.563
O	38.816	5.311	19.825
O	40.679	-5.072	-3.846
O	38.76	2.769	20.399
O	44.389	5.812	-3.279
O	40.147	-2.219	20.147
O	-52.81	-1.718	-7.045
O	44.787	4.572	-1.127
O	43.122	6.617	-1.006
O	42.411	4.412	-2.134
O	40.378	-2.292	-0.305
O	29.964	4.556	19.492
O	35.005	0.092	-3.356
O	33.67	1.967	-2.158
O	41.359	0.086	-3.669
O	45.024	-3.037	18.893
O	52.928	-5.499	-2.664
O	-31.11	3.693	20.142
O	49.249	-5.633	19.924
O	-23.303	-2.01	-5.762
O	45.021	0.767	-6.085
O	50.967	-6.058	-4.204
O	42.638	7.599	-3.571
O	-45.583	-7.831	19.051
O	44.827	-1.884	-1.311
O	-34.701	-4.446	-1.26
O	46.24	2.783	-0.233
O	35.713	-2.066	-4.774
O	47.783	1.272	-1.655
O	36.87	2.115	-3.912
O	47.146	-3.502	-5.524
O	34.419	4.28	-1.411
O	32.575	5.592	-0.226
O	37.046	4.668	-4.241
O	47.566	-7.241	-2.863
O	50.672	-6.221	-1.539
O	32.25	-5.456	0.08
O	50.349	-0.321	-1.215
O	35.342	-2.549	-0.321
O	38.232	-0.255	-0.333
O	-27.475	0.319	-6.921
O	39.842	4.263	-1.652
O	38.16	-0.12	-7.09
O	38.033	5.614	-0.42
O	36.418	7.595	-1.196
O	39.894	-6.239	-1.557
O	-20.09	-6.848	-1.337
O	36.921	-4.41	-1.305
O	44.468	-4.408	-2.203
O	49.605	-4.225	-5.477
O	3.127	-5.722	-6.097
O	-13.948	-4.406	-4.857
O	45.332	-1.524	-5.009
O	38.782	6.046	-5.637
O	-15.944	-7.221	-4.195
O	39.161	1.276	-2.856
O	46.908	7.08	-1.28
O	45.954	-6.891	-0.757
O	-41.1	6.068	-3.061
O	42.075	-3.925	-1.311
O	43.394	0.074	-0.444
O	39.509	0.365	20.634
O	67.183	-0.125	19.924
O	-62.133	-7.828	-6.484
O	51.55	-0.131	16.842
O	53.212	1.772	17.667
O	51.484	5.349	16.784
O	49.343	3.246	16.892
O	53.203	7.406	17.558
O	52.677	-5.721	20.261
O	52.696	3.618	-3.161
O	50.28	-6.795	17.894
O	56.085	-0.686	17.88
O	54.533	-2.595	16.938
O	53.065	-4.43	17.983
O	61.271	5.562	-5.592
O	57.894	0.952	17.102
O	59.824	2.67	16.507
O	55.355	3.345	17.243
O	57.13	5.347	16.799
O	55.583	-7.75	17.639
O	64.816	0.647	-4.527
O	50.217	7.997	20.009
O	57.224	-5.621	16.921
O	59.359	-4.169	17.61
O	58.778	6.957	18.044
O	61.351	4.111	17.895
O	62.737	-0.117	16.631
O	62.025	1.643	18.408
O	64.51	1.375	17.692
O	-41.891	3.192	20.139
O	64.287	4.294	-5.764
O	65.079	-8.176	16.409
O	62.492	-5.548	16.058
O	58.548	-7.515	19.93
O	-51.657	-7.039	18.726
O	-62.58	-2.494	19.173
O	-24.142	6.244	20.246
O	54.216	-0.413	-3.927
O	54.849	6.261	19.147
O	-12.789	0.162	-4.409
O	52.307	6.164	19.969
O	61.764	-1.064	-5.246
O	54.191	-7.695	19.803
O	59.355	-7.558	-5.727
O	64.113	3.113	-3.479
O	-58.222	-4.376	-5.858
O	62.222	7.245	-3.376
O	58.504	-1.365	18.308
O	57.429	2.289	-6.319
O	53.508	3.996	18.983
O	60.964	-1.592	17.655
O	57.914	0.761	19.632
O	66.498	-0.821	-5.861
O	50.215	4.26	-3.93
O	57.216	8.044	-4.176
O	60.069	-5.478	19.807
O	62.877	7.141	17.38
O	56.968	-6.334	-2.535
O	-47.523	-1.354	-4.609
O	60.139	-2.842	19.741
O	61.134	-5.883	-6.847
O	64.243	-4.533	17.53
O	65.401	-1.998	19.85
O	59.695	7.993	-3.264
O	60.903	-7.408	17.009
O	47.994	-3.346	20.586
O	63.056	-1.289	-2.963
O	63.344	-0.476	19.22
O	-24.147	0.221	16.766
O	58.782	6.271	-5.117
O	55.271	-6.524	-4.514
O	56.128	5.201	-3.59
O	54.941	-8.187	-2.673
O	62.446	1.158	-3.84
O	52.417	1.354	-1.179
O	64.963	-3.291	-3.575
O	-61.076	7.639	-4.231
O	67.901	6.07	-5.612
O	52.218	-8.15	-3.57
O	-4.325	-7.662	-1.469
O	55.325	-4.313	-2.543
O	-60.409	-5.783	-6.631
O	55.197	1.892	19.32
O	60.112	4.988	-3.341
O	55.509	-2.334	-4.969
O	61.642	7.848	-6.788
O	-40.514	-0.846	-6.118
O	-59.984	-2.618	16.543
O	60.134	4.244	-1.002
O	56.815	-8.213	-0.49
O	59.403	3.755	-5.628
O	56.762	-0.317	-3.607
O	46.514	3.738	20.088
O	52.595	-0.398	-6.017
O	50.477	2.105	-2.545
O	57.537	0.951	-1.325
O	-5.579	-7.787	-6.365
O	66.027	-5.662	-4.001
O	51.561	-2.61	-5.159
O	61.009	7.76	19.264
O	47.941	2.894	-3.828
O	60.476	-0.243	-3.141
O	66.953	-8.115	-4.323
O	61.538	-6.912	-4.503
O	57.611	-2.859	-6.24
O	60.716	-2.172	-1.543
O	63.322	-3.585	-1.596
O	62.36	2.701	-0.641
O	51.762	0.068	-3.472
O	64.135	1.135	-1.834
O	53.282	1.817	-4.891
O	62.242	-3.237	-6.88
O	50.94	4.326	-1.345
O	48.842	5.541	-0.4
O	54.356	4.204	-5.241
O	64.566	-7.854	-3.476
O	66.593	-7.161	-1.871
O	48.707	-5.184	-0.28
O	66.548	-0.454	-1.211
O	51.575	-2.452	-0.229
O	54.276	0.089	-0.039
O	55.946	-1.3	-1.247
O	55.304	2.753	-3.348
O	55.79	0.176	-5.975
O	54.307	5.451	-0.233
O	52.865	7.108	-1.435
O	-36.221	-2.034	20.25
O	54.765	-6.26	-0.872
O	53.563	-3.89	-0.82
O	-40.757	-2.907	-4.476
O	58.347	-1.429	-1.923
O	64.611	-4.669	-5.964
O	59.408	-1.12	-6.526
O	57.23	-4.271	-4.182
O	62.546	-3.369	-4.295
O	-25.528	1.317	-2.558
O	59.309	-2.331	-4.091
O	56.001	3.811	-1.153
O	63.747	7.161	-1.403
O	61.439	-7.066	-1.761
O	57.795	-4.048	-1.536
O	59.714	-5.467	-0.595
O	59.804	0.038	-0.287
O	59.958	-3.784	-5.99
O	-44.777	-0.635	19.663
O	-46.367	-6.048	-4.036
O	-62.441	0.342	16.582
O	-61.075	2.523	17.337
O	67.775	5.291	16.429
O	65.793	3.198	16.542
O	-60.943	7.207	16.952
O	-57.845	4.261	-5.941
O	-61.707	3.044	-3.672
O	66.503	-6.438	17.442
O	-58.381	-0.729	17.468
O	-49.56	-0.126	-3.562
O	-62.054	-4.161	17.151
O	-52.656	4.13	-5.051
O	-56.385	1.055	17.417
O	-54.475	2.735	16.608
O	-58.653	3.379	17.165
O	-57.238	5.413	16.433
O	-59.205	-7.273	17.469
O	-55.682	6.938	20.283
O	66.804	-7.532	19.867
O	-57.446	-5.59	16.511
O	-55.418	-2.871	19.717
O	-60.482	-4.15	19.162
O	-53.689	2.423	19.442
O	-53.694	-2.632	17.528
O	-52.306	0.306	20.227
O	-49.91	1.196	17.804
O	-16.59	-0.378	-7.047
O	-49.288	6.43	-3.662
O	-49.096	-8.19	16.894
O	-49.026	-2.713	16.812
O	-37.455	-7.209	19.57
O	-53.482	-7.879	17.035
O	-45.911	-2.927	19.823
O	63.988	-4.956	20.08
O	-59.83	-0.636	-3.771
O	-60.522	7.534	19.369
O	-56.168	4.416	-1.928
O	-58.192	6.594	19.368
O	-43.104	-8.039	19.7
O	-61.688	-6.86	18.206
O	10.402	0.894	-2.831
O	46.332	-2.993	-3.184
O	-44.677	-2.64	-3.334
O	-51.963	6.541	-3.614
O	-55.938	-1.529	17.477
O	-57.147	1.755	-6.015
O	-55.745	-4.175	17.556
O	-57.036	2.021	20.435
O	-52.528	4.499	20.511
O	64.432	5.775	-3.605
O	-55.223	-6.14	-5.736
O	-51.173	5.351	-6.958
O	-51.299	6.916	17.532
O	-56.33	-8.068	-4.325
O	-51.379	7.732	-5.824
O	-56.787	-0.381	19.603
O	-49.589	-5.242	-6.796
O	-54.096	-3.758	-5.915
O	-50.54	-4.584	17.938
O	-48.405	0.836	19.953
O	-53.782	8.096	-4.712
O	-22.096	2.309	16.871
O	67.528	-5.027	19.392
O	-36.585	4.904	-1.103
O	-50.112	-0.941	19.212
O	-57.298	-7.414	20.555
O	-54.357	5.536	-6.346
O	-58.403	-6.92	-5.419
O	-58.329	5.032	-3.485
O	-58.756	8.041	-3.168
O	-52.129	-0.425	-2.684
O	-61.945	1.298	-1.233
O	-51.064	-4.611	-3.715
O	-44.555	5.962	-3.859
O	-48.597	2.884	-3.479
O	-60.231	5.186	-5.387
O	-52.484	0.691	-5.965
O	-58.639	-4.747	-3.287
O	-44.263	-6.38	-5.779
O	-59.49	2.494	19.44
O	-54.537	5.349	-3.693
O	-57.962	-2.393	-4.133
O	-58.1	-3.266	19.984
O	-55.586	6.954	17.683
O	-44.353	4.147	-5.747
O	-53.568	4.487	-1.35
O	-55.082	6.679	-1.445
O	-55.144	3.321	-5.28
O	-53.624	-1.287	-4.667
O	62.364	3.516	20.258
O	61.91	-4.323	18.499
O	66.73	1.704	-2.863
O	-55.751	1.302	-1.47
O	-52.589	-4.772	19.675
O	-48.548	-4.998	-2.958
O	66.877	-3.466	-5.303
O	-53.334	7.123	19.187
O	-50.64	4.421	-2.833
O	-53.183	-2.928	-2.83
O	-47.335	-6.908	-1.656
O	-44.301	1.609	-1.934
O	-53.662	-5.309	-3.868
O	-52.716	-2.567	-0.421
O	-50.371	-3.788	-1.357
O	-51.765	2.666	-0.476
O	-61.582	0.883	-5.193
O	-50.224	0.694	-1.237
O	-31.381	-4.63	18.365
O	-54.706	4.864	19.066
O	67.312	3.941	-1.615
O	65.333	5.353	-0.558
O	-62.001	3.447	-6.171
O	-48.6	-7.381	-4.026
O	-13.963	7.229	-0.458
O	65.11	-5.395	-0.728
O	-47.818	-1.248	-1.864
O	-62.506	-2.615	-0.631
O	-59.833	0.049	-0.4
O	-58.597	-1.837	-1.604
O	-57.175	2.702	-3.626
O	-45.349	-2.02	-5.76
O	-59.768	5.446	-0.542
O	-60.943	7.497	-1.607
O	-56.995	-8.012	-0.514
O	-58.782	-6.105	-1.107
O	-60.619	-4.232	-1.544
O	-60.643	-6.486	-2.857
O	-57.349	-0.111	-3.01
O	-46.77	7.236	-3.62
O	-54.839	-0.224	-6.778
O	10.048	-1.151	18.605
O	-49.43	-2.649	-3.479
O	-59.656	2.451	-5.525
O	-5.947	-1.943	-6.132
O	-58.415	3.407	-1.389
O	-50.687	6.778	-1.437
O	28.143	-6.347	-5.557
O	-54.482	-5.38	0.67
O	-54.157	-0.194	-0.073
O	40.066	-1.026	-5.707
O	-33.053	1.869	20.299
O	-31.021	-7.449	-5.158
O	-47.873	-0.608	17.79
O	-45.015	1.08	17.82
O	-48.581	3.063	16.729
O	-18.886	2.593	-0.448
O	-44.375	6.718	17.727
O	-2.117	-0.635	19.403
O	-46.099	2.123	-3.637
O	-47.606	-6.556	18.243
O	-41.289	-1.279	17.412
O	-43.426	-2.739	16.814
O	-45.052	-4.47	17.823
O	-41.806	-5.788	20.476
O	-40.092	1.041	17.731
O	-38.132	2.628	16.827
O	-43.534	2.663	16.56
O	-42.128	4.38	17.749
O	-43.421	-7.223	17.328
O	-38.097	8.049	16.717
O	-25.215	-1.463	-1.219
O	-41.21	-5.718	16.691
O	-39.307	-4.697	17.777
O	-43.544	-3.995	20.002
O	-38.968	4.755	19.833
O	-35.284	0.079	16.434
O	-33.92	1.878	17.799
O	-36.395	4.352	17.704
O	-31.867	5.108	-3.282
O	-32.647	7.867	16.667
O	-32.687	-2.748	16.33
O	-36.924	-4.683	18.816
O	-10.518	0.402	-3.518
O	-30.142	0.538	19.047
O	-41.833	-6.994	-6.71
O	-42.901	-1.494	-5.061
O	-43.946	-5.176	-3.564
O	-38.771	6.538	-4.035
O	-11.785	6.296	-1.335
O	-32.046	-1.262	-5.966
O	-21.33	-3.665	-5.808
O	-37.816	-6.526	-4.146
O	-35.664	0.349	-4.497
O	-25.525	-4.503	-6.418
O	-34.311	5.278	-2.412
O	-33.484	-7.85	-6.386
O	-39.68	3.776	-3.413
O	-38.081	0.227	-5.714
O	-38.7	-2.657	19.107
O	-42.537	0.532	18.725
O	1.171	3.94	-4.206
O	15.457	3.715	18.649
O	-40.977	-3.118	20.172
O	-38.901	-4.987	20.423
O	-27.714	2.929	-6.64
O	-39.451	-7.835	-5.937
O	-33.92	5.788	-4.846
O	-31.763	6.483	-6.043
O	-22.456	-3.957	17.426
O	-9.041	-0.959	17.503
O	-33.976	-4.309	17.903
O	-24.667	8.091	-0.401
O	-36.367	6.812	-2.958
O	-35.167	-6.189	20.043
O	-45.874	-5.474	20.051
O	-33.969	-1.051	-3.058
O	-32.624	5.522	-0.255
O	-18.727	-2.944	-3.622
O	-36.81	6.506	-5.601
O	-44.468	-7.762	-3.523
O	-50.244	3.486	-5.371
O	-32.048	1.329	-6.307
O	-34.543	-1.83	-5.556
O	10.075	-0.125	-7.123
O	-32.986	-3.428	-7.083
O	-28.317	6.481	-3.497
O	33.873	-1.734	17.849
O	-4.806	-6.856	17.798
O	-41.341	5.783	19.714
O	-42.283	-5.878	-0.903
O	-29.763	-5.427	-3.792
O	20.817	-1.454	-5.726
O	-22.916	4.519	-6.21
O	36.597	6.922	18.077
O	-40.343	-0.623	19.773
O	-39.714	6.106	17.631
O	-32.189	3.962	-5.573
O	-31.86	0.269	-3.811
O	-39.162	6.893	-1.497
O	-38.564	3.54	-5.872
O	-40.981	-0.436	-3.581
O	4.711	-7.917	-6.766
O	-20.681	4.032	-1.524
O	-45.774	6.223	-6.237
O	-39.826	0.793	-1.537
O	-36.029	-6.707	17.464
O	-34.06	-6.921	-1.931
O	-27.668	7.097	16.915
O	-36.89	6.571	18.998
O	-51.092	1.936	-3.403
O	-37.816	-4	-3.135
O	-32.263	-6.103	-3.476
O	-40.096	-7.699	-3.416
O	-42.274	-4.649	-5.567
O	-36.794	-2.341	-1.196
O	2.54	5.908	-5.326
O	-35.244	2.662	-0.538
O	-41.13	-5.125	-3.118
O	-33.348	1.04	-1.564
O	5.098	6.056	-5.277
O	-36.971	-4.52	-5.663
O	-46.96	3.815	-1.7
O	-48.772	5.385	-0.547
O	-48.181	7.007	-5.914
O	-32.824	7.513	-3.131
O	-26.377	-6.306	-1.001
O	-48.905	-5.457	-0.172
O	-31.797	-1.045	-1.488
O	-46.248	-2.672	-0.321
O	-43.254	-0.21	-0.514
O	-41.042	-1.492	-1.174
O	-37.167	4.507	-3.893
O	-37.734	1.981	-3.886
O	-43.425	5.464	-0.574
O	-45.233	7.081	-1.489
O	-40.819	-7.984	-0.278
O	-42.697	-3.507	-1.931
O	-45.011	-4.524	-1.379
O	0.445	-2.206	16.644
O	-38.809	-1.531	-2.635
O	-13.438	4.777	20.517
O	-38.386	-2.343	-5.781
O	-52.249	-0.616	17.767
O	-35.59	-5.36	-3.544
O	-46.658	4.506	-4.352
O	-39.842	-5.442	-5.156
O	-41.698	3.885	-1.734
O	-34.938	7.009	-0.693
O	-36.436	-6.552	-1.329
O	-34.716	-0.089	19.312
O	-38.263	-5.424	-0.087
O	-37.917	-0.155	-0.227
O	-30.933	-1.6	17.731
O	-4.001	6.413	-2.584
O	-12.33	-6.212	-5.952
O	-29.392	0.031	16.612
O	-27.63	1.686	17.565
O	-29.786	5.592	16.352
O	-22.949	0.749	-6.678
O	-22.278	-0.041	-4.304
O	-25.469	4.797	-6.786
O	-29.788	4.728	-4.861
O	-33.055	-6.591	18.814
O	-25.907	-1.418	17.771
O	-27.478	-3.372	17.106
O	-3.929	-3.889	18.801
O	-23.439	5.894	-4.03
O	18.747	-5.757	-4.477
O	-36.354	2.228	-6.116
O	-26.671	4.041	17.381
O	-24.65	5.333	16.495
O	-29.19	3.584	18.284
O	2.29	1.937	-3.137
O	-51.971	-5.886	-5.771
O	-24.538	-5.427	16.705
O	-25.887	7.279	18.775
O	-26.631	-3.211	19.595
O	-14.44	-1.746	-4.922
O	-20.165	-4.198	18.748
O	-20.245	3.587	18.164
O	-16.977	1.507	17.692
O	-17.8	3.422	19.195
O	-17.756	7.571	-3.322
O	-16.357	-7.944	16.876
O	-16.245	-2.791	16.639
O	-19.03	-6.652	18.805
O	-20.82	-7.751	17.222
O	-14.554	-3.692	19.169
O	-23.894	6.88	-6.903
O	-27.061	-2.61	-5.457
O	-31.524	4.375	17.684
O	-24.326	3.823	-2.823
O	-25.294	1.892	-7.064
O	-9.363	6.629	18.862
O	-4.559	3.884	-1.486
O	-25.083	-7.059	-6.855
O	-16.872	1.151	-1.364
O	-9.949	-2.241	-5.752
O	29.458	-4.451	19.419
O	-20.812	-1.873	17.57
O	-28.985	-5.452	19.156
O	-27.163	3.242	19.798
O	-18.988	-0.095	16.872
O	66.367	-1.268	17.541
O	-18.365	-1.843	-5.959
O	-5.704	7.945	-3.737
O	-23.438	6.005	-1.417
O	-22.096	-2.737	19.669
O	-18.547	7.234	17.738
O	-25.795	6.043	-2.606
O	-21.336	6.465	-5.677
O	-16.86	7.052	-5.693
O	-14.68	-3.175	-7.126
O	-20.674	-6.131	-6.22
O	-17.718	-4.494	17.788
O	-15.495	-1.357	20.367
O	-22.308	-7.175	-2.758
O	-20.449	7.585	19.603
O	-29.467	-5.081	16.641
O	-21.008	-0.985	-6.341
O	8.956	0.924	17.411
O	-28.405	-8.175	19.131
O	-26.145	7.127	-5.696
O	37.318	-6.625	-2.648
O	-28.496	3.942	-2.723
O	-7.203	0.959	17.623
O	-8.259	0.069	-5.158
O	-29.068	1.741	-1.397
O	-18.248	-7.088	-5.415
O	27.233	-3.755	20.592
O	-14.528	4.772	-1.389
O	-23.953	-7.88	-4.722
O	-23.897	-7.466	19.485
O	-28.456	-3.089	-3.347
O	-10.122	-4.984	-6.048
O	1.963	-0.32	-1.575
O	-24.873	-0.368	-4.517
O	-27.149	-0.764	-3.483
O	-19.167	7.211	-6.972
O	-23.329	7.014	17.832
O	-22.81	-5.215	20.465
O	-1.975	0.157	-4.165
O	-55.31	1.022	-4.12
O	-30.665	-7.052	17.641
O	-10.938	2.648	16.298
O	-28.801	-4.773	-1.388
O	-2.876	6.719	20.108
O	-30.704	2.772	-3.439
O	-23.343	1.876	-1.317
O	-19.652	-5.504	16.547
O	-16.415	-3.407	-5.061
O	-34.804	5.105	19.704
O	-1.002	-7.11	-3.733
O	-19.988	-6.104	-3.76
O	-19.931	-1.657	-1.538
O	7.859	1.155	-6.661
O	66.407	4.048	-4.089
O	6.79	6.782	-7.142
O	1.001	7.72	-4.057
O	-18.074	-3.413	-1.152
O	-15.052	-6.921	-1.652
O	-27.224	-5.398	-3.353
O	-18.676	-4.537	-5.604
O	-34.724	6.325	17.377
O	-18.884	7.042	-1.057
O	-30.638	3.806	-1.076
O	30.89	-2.082	-5.712
O	-32.962	-4.474	20.45
O	-20.33	7.595	-3.152
O	-3.595	-0.664	-6.072
O	-32.595	-5.399	-0.102
O	-15.222	-0.892	-1.095
O	-30.084	-2.755	-0.443
O	-27.255	0.04	-0.428
O	17.416	-0.743	-4.073
O	45.302	-8.038	19.534
O	3.56	7.93	-3.959
O	-27.167	5.195	-0.083
O	-27.883	7.304	-1.191
O	48.963	0.502	-3.958
O	-31.496	-7.409	-1.308
O	-37.284	0.3	19.683
O	-26.578	-7.874	-3.133
O	-25.815	-3.052	-3.133
O	-13.121	-5.926	19.717
O	-6.938	2.235	-4.218
O	-22.766	-5.481	-4.605
O	-42.312	3.04	-6.934
O	-27.185	4.803	-4.96
O	-23.409	-2.045	-3.064
O	-25.583	3.145	-0.727
O	-58.177	6.803	-5.43
O	42.034	7.132	17.853
O	-21.925	-5.348	-0.391
O	-21.736	-0.014	-0.497
O	-29.853	5.865	19.309
O	8.309	-7.425	-3.181
O	-23.957	-3.777	-1.209
O	-14.566	-1.334	17.882
O	-12.108	0.931	17.773
O	-13.617	5.383	16.832
O	-15.647	3.804	17.634
O	-11.711	6.983	17.659
O	-7.682	3.643	-2.183
O	-14.743	0.834	-5.815
O	-14.743	-5.961	17.671
O	-54.816	-0.919	-2.479
O	-10.831	-2.723	16.756
O	-12.568	-4.482	17.62
O	-4.533	6.322	-5.533
O	-3.371	1.778	19.076
O	-5.402	2.67	16.637
O	-11.585	2.435	-5.091
O	-9.731	4.257	17.742
O	-9.758	-7.572	17.329
O	-47.537	-3.655	-5.989
O	-10.24	5.02	-5.267
O	-8.11	-5.568	16.726
O	-6.463	-3.899	17.857
O	-11.026	-7.68	19.53
O	-5.261	3.705	19.372
O	-3.395	-0.083	17.207
O	-9.239	-4.607	-2.948
O	-1.199	1.197	17.697
O	-3.422	4.034	17.624
O	-0.669	5.612	19.902
O	-0.011	-8.014	16.687
O	-11.718	-5.147	-3.533
O	4.288	3.604	19.416
O	-1.056	-0.659	-6.527
O	-23.052	-5.291	-7.112
O	-8.485	7.254	-4.973
O	41.586	-2.638	-4.543
O	-7.746	2.277	-6.661
O	37.849	-0.332	-4.474
O	-7.495	-5.141	-1.147
O	-36.619	-1.473	17.819
O	-5.8	0.646	-5.878
O	-1.825	6.728	-4.123
O	-7.996	-3.632	-6.586
O	7.957	-5.728	-5.135
O	-25.409	-5.475	20.406
O	-5.54	-1.821	19.334
O	-7.743	4.914	-4.417
O	-11.588	2.921	19.417
O	-4.77	-2.309	16.884
O	-7.816	-0.521	19.731
O	-1.399	0.843	-1.577
O	-4.98	-0.9	-3.865
O	-7.791	-6.626	-5.668
O	-6.957	-6.944	19.529
O	-1.671	6.603	17.683
O	-6.401	-5.169	-3.389
O	-29.848	0.152	-5.701
O	-14.75	7.118	-2.896
O	-0.574	-5.729	-6.752
O	-3.408	4.14	-6.486
O	-1.506	-3.436	17.745
O	-7.719	4.512	19.362
O	-44.094	1.802	20.297
O	-2.818	-5.512	16.978
O	42.674	-0.52	-5.795
O	-19.42	2.632	-3.499
O	-42.03	4.046	-4.453
O	-1.65	6.908	-1.532
O	-6.004	4.308	-6.376
O	-10.218	-7.24	-4.854
O	-11.547	4.27	-3.144
O	-1.432	-8.09	-6.248
O	-18.253	0.749	-5.167
O	44.463	7.564	-5.347
O	6.617	-8.188	-4.974
O	-15.344	0.222	-3.385
O	37.88	-2.553	-5.934
O	31.513	-2.212	-2.495
O	-2.377	1.674	-6.348
O	60.281	-0.177	19.876
O	-6.647	7.784	17.414
O	-9.591	1.272	18.749
O	-55.075	-3.629	-1.082
O	-9.906	-0.937	-1.298
O	-18.709	3.328	-5.853
O	57.987	3.7	-2.651
O	-5.212	7.526	19.574
O	-52.711	-5.42	17.002
O	-6.358	6.912	-1.392
O	50.705	-3.895	-2.993
O	-9.465	1.668	-1.57
O	-28.413	-1.459	18.634
O	-26.651	1.539	-4.779
O	-8.243	3.004	0.227
O	32.051	-4.892	20.24
O	-60.237	4.892	18.583
O	25.822	-3.409	-1.086
O	32.745	-7.947	20.069
O	-34.629	7.62	19.916
O	-6.892	1.35	-1.23
O	-46.437	5.139	16.829
O	18.165	-4.535	19.505
O	-2.957	-2.573	-3.668
O	-3.661	-1.311	-1.481
O	-1.757	-3.971	-1.817
O	-2.7	2.665	-0.249
O	55.733	6.492	-5.925
O	14.996	3.697	-5.788
O	-4.616	4.074	-4.138
O	-1.51	-3.248	-6.682
O	-21.317	4.333	-4.071
O	-16.451	6.295	-0.976
O	-61.682	-1.733	-5.386
O	20.011	3.367	-3.228
O	1.034	-7.253	-1.821
O	-16.455	-5.3	-0.371
O	21.829	6.224	19.028
O	-13.525	-2.696	-0.387
O	-13.527	2.61	-0.415
O	-10.609	0.191	-6.132
O	-9.691	6.101	-2.958
O	-3.682	-5.029	-3.317
O	21.154	-6.656	-5.242
O	64.529	0.457	-7.197
O	-8.406	-8.022	-0.448
O	-10.331	-6.339	-1.332
O	-11.408	-4.013	-1.265
O	-31.375	-4.904	-5.736
O	1.442	-5.954	-4.039
O	0.958	-4.019	-5.703
O	-5.245	-3.084	-2.445
O	-8.319	-2.782	-0.392
O	-1.308	-4.49	-4.433
O	-11.862	0.796	-1.217
O	-0.889	3.751	-5.845
O	-10.106	4.401	-0.967
O	-3.46	-7.665	-4.756
O	-24.698	-6.057	-2.985
O	-7.809	5.602	16.931
O	-4.94	-5.252	-1.038
O	-5.386	-0.14	-0.015
O	-35.614	2.256	19.957
O	19.348	1.623	20.211
O	59.977	2.497	19.653
O	5.845	7.814	-2.518
O	-62.352	-0.522	-3.15
O	-44.833	-0.143	-3.88
O	-56.129	-4.243	-4.21
O	-51.741	-7.159	-3.565
O	-52.114	-2.271	19.976
O	12.362	-0.739	17.455
O	11.03	-5.516	-0.58
O	-8.211	-6.987	-3.134
O	-36.364	-1.996	-3.713
O	22.685	-3.538	18.698
O	30.428	7.14	19.937
O	64.131	-1.713	-5.795
O	35.115	7.272	20.17
O	-20.668	1.601	-5.616
O	-19.361	5.256	19.991
O	-17.459	-1.125	-2.408
O	33.434	-2.663	20.212
O	48.047	5.159	-5.143
O	14.33	7.02	-1.312
O	36.343	-6.952	19.138
O	24.186	0.312	20.061
O	-2.344	4.543	-2.764
O	53.738	-6.674	-6.598
O	0.749	1.719	-5.734
O	-26.613	-6.902	17.496
O	-12.907	-1.807	19.871
O	32.618	0.625	20.591
O	18.225	6.44	-2.751

Results
total energy: -751495.012 eV
total energy less fixed offsets of O -438.25, Si -107.07 eV per atom: 58.268 eV

Forces (eV/angstrom) on atoms 1972 to 2282 of the 3456, counted in the order above; the others are left out for length: element, x, y, z
Si	0.003	-0.001	-0.007
Si	0.023	-0.004	-0.004
Si	0.002	-0.004	-0.019
Si	0.015	0.002	0.009
Si	-0.022	0.026	-0.002
Si	0.02	-0.01	-0.007
Si	0	0.007	-0.025
Si	0.001	0.002	-0.012
Si	-0.005	0.002	-0.001
Si	0.006	-0.019	-0.008
Si	0.012	0.009	-0.011
Si	0.012	0.005	-0.01
Si	0.009	0.014	-0.007
Si	-0.022	-0.005	-0.007
Si	-0.002	0	-0.006
Si	-0.012	-0.005	-0.019
Si	-0.016	-0.003	-0.013
Si	-0.018	0.007	0.002
Si	0.002	-0.013	0.001
Si	-0.007	-0.008	-0.001
Si	0.004	-0.011	-0.009
Si	0.009	0.01	-0.003
Si	-0.01	0.003	-0.003
Si	0.004	-0.014	-0.015
Si	-0.005	-0.019	-0.002
Si	0.012	-0.021	-0.006
Si	-0.005	0.007	-0.01
Si	0.013	0.015	-0.01
Si	-0.008	0.015	-0.004
Si	0.004	-0.013	-0.002
Si	0.011	0.022	-0.017
Si	0.005	0.012	-0.005
Si	0.012	-0.009	-0.009
Si	-0.01	-0.001	-0.012
Si	-0.023	-0.008	-0.018
Si	-0.016	-0.027	-0.008
Si	-0.002	0.014	-0.01
Si	-0.007	0.001	-0.003
Si	-0.016	0.006	-0.008
Si	-0.003	0.028	-0.002
Si	-0.004	-0.009	0.013
Si	0.023	-0.009	-0.007
Si	0.012	0.029	-0.017
Si	-0.014	0.009	-0.003
Si	-0.006	-0.012	-0.004
Si	0.01	0.002	0.006
Si	-0.001	-0.017	-0.005
Si	-0.001	-0.003	-0.011
Si	0.016	0.012	0.006
Si	0.013	0.01	-0.01
Si	0.005	0.025	-0.009
Si	-0.009	-0.004	-0.004
Si	-0.014	-0.007	-0.011
Si	0.032	0.002	0.001
Si	-0.011	-0.01	0.016
Si	-0.015	-0.011	-0.005
Si	0.02	0.004	0
Si	0.005	0.018	0.002
Si	0	-0.035	-0.003
Si	-0.002	0.009	0.003
Si	0.001	-0.001	0.018
Si	0	-0.022	0.02
Si	-0.019	0.003	-0.007
Si	0.015	0.021	0.01
Si	0.018	0.002	-0.001
Si	-0.011	0.006	0.007
Si	-0.007	0.008	-0.012
Si	-0.011	0.011	-0.005
Si	0.019	-0.001	-0.001
Si	-0.001	-0.023	0.007
Si	-0.034	0.002	-0.017
Si	0.017	0.001	0
Si	0.016	0.011	-0.01
Si	-0.006	0.005	0.005
Si	0.002	-0.004	0.002
Si	0.006	0.036	0.002
Si	0.001	0.006	0.006
Si	-0.019	-0.002	0.005
Si	-0.002	-0.006	-0.014
Si	-0.015	-0.022	-0.001
Si	-0.009	-0.008	0.003
Si	-0.009	0.009	0.008
Si	-0.012	-0.009	0.013
Si	-0.006	0.014	-0.001
Si	-0.031	-0.009	0.001
Si	0.025	-0.002	0
Si	-0.023	0.009	0.004
Si	0.007	-0.027	-0.008
Si	0.021	0.011	-0.003
Si	-0.008	0.017	-0.001
Si	0.005	-0.009	0.002
Si	0.005	-0.016	0
Si	0.02	0.034	0.001
Si	-0.01	0.015	0.005
Si	-0.024	-0.01	0.018
Si	0.008	0.02	-0.009
Si	-0.029	-0.007	0.011
Si	0.007	-0.017	0.004
Si	-0.016	0.021	0.003
Si	0.007	-0.011	-0.013
Si	0.022	0.004	0.008
Si	0.01	0.001	0.005
Si	0.008	0.026	-0.005
Si	0.002	0	-0.014
Si	-0.003	-0.028	-0.014
Si	-0.005	-0.018	-0.007
Si	0.008	-0.02	-0.016
Si	-0.007	0.01	-0.004
Si	-0.018	-0.008	-0.002
Si	0.004	-0.011	-0.01
Si	0.017	-0.004	-0.001
Si	-0.003	0.001	-0.009
Si	0.014	-0.018	0
Si	-0.002	0.017	-0.005
Si	0.006	0.001	0.009
Si	0.003	-0.008	0.013
Si	0	0.017	0.014
Si	0.017	-0.014	0.003
Si	-0.014	0.02	0
Si	-0.005	-0.001	0.01
Si	-0.012	-0.001	-0.006
Si	0.019	0.005	0.002
Si	0.023	-0.027	0.013
Si	0	-0.029	0.009
Si	0.027	0.007	0
Si	-0.002	0.035	-0.007
Si	-0.007	-0.005	-0.007
Si	0.007	-0.005	-0.007
Si	0.02	0.041	0.004
Si	-0.006	0.016	-0.008
Si	0.005	-0.014	-0.016
Si	0.005	0.003	0.022
Si	-0.006	0.012	-0.006
Si	-0.016	-0.026	0.004
Si	-0.043	-0.003	-0.008
Si	-0.014	-0.003	0.01
Si	-0.003	0.009	-0.004
Si	0.004	-0.001	-0.009
Si	0.024	-0.007	-0.021
Si	-0.009	0.005	0.001
Si	0.016	-0.01	0.011
Si	0.003	-0.001	-0.005
Si	0.013	-0.029	0.009
Si	0.023	0.014	-0.011
Si	-0.028	-0.002	0.006
Si	0.006	0.002	0.006
Si	-0.008	0.006	-0.006
Si	0.028	-0.005	0.001
Si	-0.019	-0.02	0.011
Si	-0.014	0.007	-0.006
Si	0.003	0.015	0.013
Si	0.01	-0.011	-0.002
Si	-0.012	-0.015	0.018
Si	0.008	0.004	-0.008
Si	0.004	0.024	0.001
Si	0.002	-0.019	0.002
Si	0.006	0.004	0
Si	0.009	0.013	0.007
Si	0.025	-0.002	-0.005
Si	-0.025	0.012	0.01
Si	0.005	0.004	-0.002
Si	-0.005	-0.001	-0.004
Si	-0.006	0.004	-0.011
Si	-0.017	-0.02	0.004
Si	-0.02	-0.003	0.008
Si	0.016	-0.003	-0.006
Si	0.004	0.001	0
Si	0.012	0.024	-0.006
Si	0.01	0.012	0.017
Si	0.003	-0.022	0.001
Si	-0.029	0.015	0.006
Si	-0.005	-0.004	-0.011
Si	0.014	0.006	0.006
Si	-0.001	0.011	-0.005
Si	0.019	-0.022	0.002
Si	-0.01	-0.003	0.014
Si	-0.003	-0.011	-0.006
Si	0.004	-0.016	-0.005
Si	-0.013	0.011	0.003
Si	-0.002	0.006	0.006
Si	-0.017	-0.005	0.002
Si	0.013	0.003	0
Si	0.022	0.037	0
Si	-0.006	-0.018	-0.006
Si	-0.018	-0.005	0.001
Si	-0.024	-0.001	-0.003
Si	0.001	-0.03	-0.002
Si	0.022	-0.004	0.009
Si	0.014	0.012	-0.001
Si	-0.009	0.009	0.022
Si	0.01	-0.012	0.014
Si	0.01	0.006	0.005
Si	-0.01	-0.026	0.011
Si	0.013	0	0.007
Si	-0.024	0.007	0.013
Si	-0.008	-0.013	0.014
Si	0.03	0.006	0.009
Si	-0.004	0.018	0.007
Si	-0.009	0.011	-0.005
Si	0.004	-0.005	0.013
Si	0.002	0.018	0.002
Si	-0.009	-0.013	0.025
Si	-0.012	0.007	0.016
Si	-0.007	-0.023	-0.001
Si	0.011	0.01	0.004
Si	0.004	0.015	0.004
Si	-0.008	-0.005	-0.009
Si	0.005	0.001	0.009
Si	-0.001	-0.021	0.006
Si	-0.004	-0.003	0.002
Si	0.005	0.003	-0.002
Si	0.012	0.001	0.003
Si	-0.003	0.006	0.003
Si	-0.002	0.006	0.011
Si	0.054	0.023	-0.005
Si	0.004	-0.016	0.004
Si	-0.022	-0.014	0.021
Si	0.014	-0.007	0.004
Si	-0.006	0.002	0.012
Si	-0.001	0.001	0.001
Si	-0.019	-0.032	0
Si	0.018	0.012	0.007
Si	0.028	0.02	0.015
Si	-0.008	-0.008	0.009
Si	-0.005	0	0.009
Si	0.012	-0.001	0.013
Si	0.004	-0.024	0.014
Si	-0.009	-0.006	0.001
Si	0.008	-0.01	0.002
Si	0.003	0.003	0.007
Si	-0.008	0.01	0.004
Si	0.009	-0.001	-0.009
Si	0.012	0.018	-0.001
Si	0.014	0.031	0.003
Si	0.001	-0.024	-0.002
Si	0.003	0.006	0.003
Si	0.006	0.011	-0.009
Si	0.024	-0.014	0.003
Si	-0.034	-0.017	0.004
Si	0.008	-0.004	0
Si	-0.003	0	-0.006
Si	0.007	0.01	-0.004
Si	-0.011	-0.005	0.01
Si	-0.002	-0.005	0.007
Si	-0.01	0	0.003
Si	0.011	0.019	0.01
Si	-0.012	-0.021	0.014
Si	0.036	-0.007	0.006
Si	-0.005	0.02	0.014
Si	-0.008	-0.006	0.008
Si	0.013	0.025	0.012
Si	-0.006	0.006	0.031
Si	0.015	0.018	0.009
Si	0.008	-0.003	0.007
Si	-0.02	0.012	-0.005
Si	0.004	0.009	0.014
Si	-0.014	0.015	-0.003
Si	-0.008	-0.003	0.004
Si	-0.009	0.012	-0.004
Si	-0.011	0.008	-0.002
Si	-0.003	-0.014	0
Si	-0.001	-0.008	0.006
Si	0.016	-0.016	0.007
Si	-0.005	-0.004	0.011
Si	0.009	0.019	0.019
Si	0.002	-0.01	0.011
Si	-0.036	0.022	0.012
Si	-0.023	0.012	0.003
Si	0.003	0.012	0.005
Si	0.001	-0.035	0.023
Si	0.011	-0.013	0.014
Si	0.002	-0.002	0.01
Si	0.008	-0.007	0
Si	-0.007	-0.048	0.002
Si	-0.004	0.011	0.002
Si	-0.036	-0.026	0.019
Si	-0.008	0.005	0.009
Si	-0.003	0.033	0.007
Si	0.01	0	-0.007
Si	0.001	0.004	0.001
Si	0.021	-0.004	0.013
Si	-0.019	0.009	0.012
Si	-0.008	0.037	0.008
Si	0.005	-0.011	-0.002
Si	-0.011	-0.015	0.011
Si	0.014	0.005	-0.004
Si	-0.006	0.015	0.013
Si	0.01	-0.013	0.014
Si	-0.013	0.016	0.016
Si	0.009	0.012	0.009
Si	0.005	-0.023	-0.003
Si	0.015	0.001	0.003
Si	-0.022	0.029	0.013
Si	-0.011	0	0.013
Si	0.007	-0.001	-0.005
Si	-0.006	0.009	-0.002
Si	0.031	0.001	-0.005
Si	-0.005	0.002	0.014
Si	0.008	-0.002	-0.004
Si	0.002	0.025	0
Si	-0.007	0.001	-0.004
Si	0.01	-0.008	0.012
Si	0.003	0.01	0.005
Si	-0.015	0.001	-0.004
Si	0.005	-0.003	0.014
Si	0.007	0	0.008
Si	0.001	0.012	0.037
Si	0.009	-0.019	0.01
Si	-0.019	-0.001	0.011
Si	-0.005	0.015	-0.003
Si	-0.027	-0.004	0.001
